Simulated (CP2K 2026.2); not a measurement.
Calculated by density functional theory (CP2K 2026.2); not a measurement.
Periodic cell of 3024 atoms, Si2160O864, from a study of silicon, its oxide and their interface. The atomic structure is a simulated model.
Doubt: the forces sum to 4.02 eV/angstrom along one axis rather than to zero, so they err by at least 0.0013 eV/angstrom per atom on average; the grid cutoff is modest.

Settings
functional: PBE
method: Gaussian and plane waves
basis set: DZVP-MOLOPT-SR-GTH
pseudopotentials: GTH-PBE
grid cutoff: 300 Ry, relative cutoff 40 Ry
k points: Gamma only
occupations: fixed
spin: none
net charge: 0

Cell vectors (angstrom)
a	97.92	0	0
b	0	16.32	0
c	0.3095	-0.1065	33.1926

Atoms: element, x, y, z (angstrom)
Si	1.278	-1.657	-0.068
Si	4.08	1.288	-0.336
Si	0.859	4.243	0.198
Si	3.707	7.09	0.065
Si	1.625	-6.964	0.169
Si	3.456	-3.962	-0.369
Si	6.343	-0.937	-0.189
Si	9.045	1.661	-0.04
Si	7.027	4.169	0.104
Si	9.183	7.296	-0.044
Si	6.951	9.551	-0.034
Si	9.514	-4.254	0.464
Si	12.436	-1.468	-0.149
Si	14.579	1.611	-0.072
Si	12.313	3.824	-0.144
Si	15.083	6.546	0.05
Si	11.844	-6.347	0.037
Si	14.654	-3.732	-0.16
Si	2.526	0.05	1.056
Si	5.247	2.877	1.074
Si	2.516	5.495	1.325
Si	5.341	8.312	1.24
Si	2.736	-5.395	1.415
Si	5.208	-2.731	0.912
Si	7.922	0.073	1.242
Si	10.767	2.706	1.209
Si	8.171	5.679	1.383
Si	10.814	-8.048	1.296
Si	7.992	-5.486	1.622
Si	10.849	-2.562	1.272
Si	13.508	0.042	1.285
Si	16.228	2.739	1.193
Si	13.437	5.408	1.229
Si	16.247	-8.186	1.328
Si	13.543	-5.294	1.222
Si	16.228	-2.721	1.262
Si	1.255	1.339	2.606
Si	3.932	4.127	2.582
Si	1.212	6.841	2.729
Si	4.085	9.604	2.742
Si	1.247	-4.124	2.718
Si	3.912	-1.355	2.427
Si	6.595	1.505	2.544
Si	9.497	4.166	2.606
Si	6.669	6.931	2.654
Si	9.448	-6.837	2.807
Si	6.545	-3.949	2.565
Si	9.37	-1.261	2.563
Si	12.097	1.367	2.616
Si	14.844	4.07	2.596
Si	12.146	6.829	2.582
Si	14.869	-6.736	2.56
Si	12.195	-3.958	2.642
Si	14.917	-1.303	2.615
Si	-0.079	0.003	4.03
Si	2.605	2.732	3.957
Si	-0.135	5.442	4.077
Si	2.629	8.217	4.023
Si	-0.112	-5.47	4.078
Si	2.611	-2.664	3.958
Si	5.273	0.033	3.856
Si	8.036	2.812	3.905
Si	5.312	5.488	3.948
Si	8.042	-8.152	4.102
Si	5.357	-5.318	4.072
Si	8.002	-2.644	3.899
Si	10.724	0.05	3.969
Si	13.496	2.721	3.959
Si	10.824	5.487	3.995
Si	13.516	-8.115	3.918
Si	10.819	-5.357	3.995
Si	13.554	-2.642	3.996
Si	1.437	-1.35	16.352
Si	4.127	1.391	16.3
Si	1.442	4.117	16.305
Si	4.094	6.827	16.29
Si	1.405	-6.77	16.349
Si	4.099	-4.065	16.289
Si	6.813	-1.342	16.199
Si	9.488	1.378	16.104
Si	6.796	4.101	16.207
Si	9.456	-9.505	16.114
Si	6.778	-6.761	16.259
Si	9.462	-4.085	16.144
Si	12.188	-1.334	16.114
Si	14.951	1.35	16.032
Si	12.205	4.112	16.043
Si	14.934	-9.455	16.004
Si	12.155	-6.786	16.03
Si	14.904	-4.031	16.081
Si	2.828	0.01	17.696
Si	5.485	2.779	17.647
Si	2.785	5.472	17.706
Si	5.454	8.183	17.644
Si	2.778	-5.412	17.709
Si	5.521	-2.724	17.595
Si	8.161	0.055	17.516
Si	10.902	2.709	17.394
Si	8.189	5.434	17.534
Si	10.792	-8.109	17.413
Si	8.141	-5.385	17.614
Si	10.822	-2.72	17.45
Si	13.599	0.028	17.411
Si	16.331	2.725	17.322
Si	13.518	5.578	17.309
Si	16.267	-8.177	17.448
Si	13.507	-5.423	17.333
Si	16.252	-2.711	17.497
Si	1.446	1.364	19.044
Si	4.121	4.087	19.073
Si	1.476	6.863	19.097
Si	4.16	-6.751	19.076
Si	1.459	-4.069	19.136
Si	4.295	-1.337	18.996
Si	6.924	1.455	18.956
Si	9.66	4.076	18.794
Si	6.805	6.737	18.921
Si	9.487	-6.825	18.885
Si	6.849	-4.005	19.057
Si	9.514	-1.334	18.817
Si	12.3	1.424	18.755
Si	14.963	4.196	18.454
Si	12.147	-9.44	18.733
Si	14.789	-6.805	18.676
Si	12.172	-4.128	18.743
Si	14.886	-1.328	18.816
Si	0.139	0.022	20.495
Si	2.784	2.707	20.448
Si	0.066	5.44	20.297
Si	2.826	8.223	20.508
Si	0.148	-5.501	20.554
Si	2.964	-2.69	20.363
Si	5.616	0.099	20.363
Si	8.452	2.737	20.25
Si	5.502	5.425	20.416
Si	8.194	8.072	20.24
Si	5.586	-5.429	20.465
Si	8.161	-2.518	20.369
Si	11.062	-0.087	20.043
Si	13.625	3.026	19.858
Si	10.975	5.456	20.149
Si	13.4	-8.049	20.099
Si	10.823	-5.431	20.189
Si	13.564	-2.805	20.067
Si	1.812	-1.165	21.671
Si	3.967	1.086	21.704
Si	1.163	3.903	21.665
Si	4.409	7.062	21.782
Si	1.815	-6.516	21.983
Si	4.05	-4.23	21.792
Si	7.332	-0.717	21.772
Si	9.849	1.217	21.458
Si	7.183	4.208	21.533
Si	9.345	6.437	21.463
Si	6.717	-7.144	21.657
Si	9.712	-3.82	21.465
Si	12.028	-1.74	21.424
Si	14.91	1.847	21.309
Si	12.789	4.616	21.401
Si	14.884	-9.483	21.102
Si	12.335	-6.525	21.611
Si	14.625	-4.393	21.381
Si	24.222	2.141	-4.71
Si	3.067	5.168	23.746
Si	6.891	4.377	-2.831
Si	10.248	0.606	25.44
Si	18.568	7.244	-4.301
Si	-0.831	7.329	24.546
Si	11.426	3.685	-3.105
Si	-0.53	-4.369	25.828
Si	9.688	7.704	-2.941
Si	15.725	-5.895	-6.989
Si	3.692	-1.616	-4.49
Si	11.638	-6.141	-2.841
Si	9.441	-0.04	-4.816
Si	17.78	0.748	26.057
Si	13.277	1.515	-4.336
Si	5.002	0.182	-6.212
Si	10.145	6.336	24.358
Si	8.457	-5.619	23.764
Si	2.322	3.08	-2.196
Si	10.363	3.685	25.81
Si	-0.691	-0.564	-2.31
Si	7.546	-7.458	-4.441
Si	15.497	7.383	25.664
Si	13.163	2.736	26.055
Si	7.698	7.612	-6.937
Si	-0.022	-5.61	-1.949
Si	15.971	5.821	-5.001
Si	7.779	4.779	-5.539
Si	4.216	-3.461	24.827
Si	11.293	-6.373	24.553
Si	10.557	-3.341	-3.296
Si	15.714	-4.106	-3.134
Si	18.614	-5.314	-7.03
Si	15.843	-1.104	24.374
Si	12.453	2.2	23.083
Si	7.502	-0.816	24.776
Si	8.061	-2.743	-1.819
Si	7.194	-3.606	25.633
Si	4.161	5.585	-2.55
Si	0.594	2.764	-4.911
Si	12.804	-1.094	24.386
Si	2.831	7.177	-4.764
Si	5.193	3.145	-6.422
Si	-0.639	-5.101	-4.576
Si	5.336	2.962	23.654
Si	12.481	7.542	25.85
Si	21.338	-2.445	-5
Si	9.053	-2.99	-5.737
Si	1.068	-0.219	-4.901
Si	11.912	-0.824	-3.165
Si	14.45	7.294	-2.884
Si	16.048	-3.926	24.058
Si	11.977	-3.7	25.911
Si	3.115	-5.549	-6.353
Si	17.853	-1.641	-0.002
Si	20.318	1.24	-0.094
Si	17.383	4.43	0.033
Si	20.14	6.982	0.122
Si	17.857	-7.193	-0.052
Si	20.092	-3.846	-0.021
Si	22.627	-0.901	-0.136
Si	25.533	1.552	0.119
Si	23.314	3.781	-0.07
Si	25.556	6.819	-0.106
Si	23.425	-7.178	-0.074
Si	25.913	-4.141	-0.4
Si	28.973	-1.509	0.017
Si	30.903	1.792	-0.04
Si	28.704	4.038	0.229
Si	31.139	7.006	0.16
Si	28.887	-7.038	0.038
Si	31.134	12.556	0.039
Si	18.927	-0.008	1.287
Si	21.613	2.75	1.19
Si	18.927	5.493	1.417
Si	21.76	-8.146	1.297
Si	18.945	-5.487	1.194
Si	21.689	-2.639	1.192
Si	24.309	-0.011	1.288
Si	27.126	2.748	1.359
Si	24.386	5.382	1.294
Si	27.168	-8.221	1.154
Si	24.558	-5.468	1.083
Si	27.265	-2.775	1.063
Si	30.013	0.073	1.341
Si	32.521	2.78	1.35
Si	29.991	5.457	1.498
Si	32.707	8.138	1.458
Si	29.967	10.939	1.294
Si	32.73	-2.629	1.29
Si	17.577	1.393	2.583
Si	20.345	4.099	2.631
Si	17.582	6.84	2.754
Si	20.379	-6.75	2.591
Si	17.574	-4.137	2.58
Si	20.334	-1.345	2.631
Si	22.983	1.395	2.627
Si	25.778	4.103	2.697
Si	23.064	6.774	2.647
Si	25.861	-6.806	2.54
Si	23.135	-4.066	2.435
Si	25.812	-1.429	2.455
Si	28.534	1.364	2.655
Si	31.285	4.082	2.825
Si	28.513	6.844	2.662
Si	31.307	9.573	2.683
Si	28.556	12.277	2.597
Si	31.392	-1.271	2.671
Si	16.26	0.043	3.974
Si	18.973	2.722	3.949
Si	16.199	5.429	3.999
Si	19.017	-8.103	3.99
Si	16.229	-5.436	3.974
Si	18.961	-2.744	3.923
Si	21.685	0.009	3.995
Si	24.396	2.721	3.989
Si	21.706	5.439	4.005
Si	24.473	-8.145	3.927
Si	21.766	-5.381	3.886
Si	24.474	-2.748	3.873
Si	27.144	-0.051	3.906
Si	29.874	2.702	4.065
Si	27.169	5.468	4.018
Si	29.901	8.205	3.999
Si	27.199	10.884	3.941
Si	29.946	-2.675	3.94
Si	17.625	-1.348	16.153
Si	20.347	1.369	16.206
Si	17.699	4.09	16.04
Si	20.368	-9.541	16.119
Si	17.587	-6.772	16.109
Si	20.34	-4.084	16.193
Si	23.021	-1.337	16.222
Si	25.749	1.308	16.215
Si	23.019	4.059	16.214
Si	25.788	-9.518	16.209
Si	23.054	-6.794	16.196
Si	25.805	-4.047	16.206
Si	28.486	-1.381	16.257
Si	31.239	1.341	16.235
Si	28.506	4.08	16.205
Si	31.276	6.817	16.213
Si	28.53	9.547	16.225
Si	31.245	-4.101	16.268
Si	18.944	0.029	17.545
Si	21.674	2.703	17.643
Si	19.054	5.376	17.463
Si	21.65	-8.164	17.513
Si	18.908	-5.427	17.501
Si	21.652	-2.696	17.58
Si	24.359	-0.005	17.634
Si	27.134	2.672	17.514
Si	24.382	5.44	17.529
Si	27.147	-8.127	17.554
Si	24.439	-5.416	17.518
Si	27.106	-2.708	17.656
Si	29.885	-0.043	17.591
Si	32.603	2.72	17.577
Si	29.893	5.466	17.524
Si	32.607	8.134	17.664
Si	29.888	10.869	17.643
Si	32.604	-2.771	17.662
Si	17.582	1.459	18.86
Si	20.298	4.062	19.011
Si	17.703	-9.576	18.746
Si	20.18	-6.865	18.836
Si	17.545	-4.097	18.899
Si	20.197	-1.394	18.948
Si	22.992	1.325	19.054
Si	25.709	3.992	18.821
Si	23.025	-9.491	18.883
Si	25.776	-6.757	18.903
Si	23.087	-4.063	18.866
Si	25.681	-1.362	19.032
Si	28.519	1.352	18.886
Si	31.24	4.124	18.896
Si	28.55	-9.475	18.864
Si	31.235	9.489	19.042
Si	28.506	-4.081	18.987
Si	31.218	-1.413	18.994
Si	16.106	0.166	20.156
Si	18.875	2.751	20.416
Si	16.254	5.397	19.935
Si	18.922	-8.309	20.285
Si	16.146	-5.575	20.078
Si	18.722	-2.675	20.369
Si	21.557	-0.073	20.359
Si	24.385	2.725	20.37
Si	21.694	5.465	20.301
Si	24.363	-8.059	20.223
Si	21.565	-5.408	19.995
Si	24.341	-2.794	20.444
Si	27.114	0.07	20.265
Si	29.865	2.766	20.205
Si	27.137	5.409	19.992
Si	29.826	-8.196	20.393
Si	27.141	-5.481	20.327
Si	29.863	-2.736	20.401
Si	17.489	-0.967	21.616
Si	19.937	1.021	21.684
Si	17.149	3.953	21.562
Si	20.628	-9.293	21.682
Si	17.074	-7.325	21.329
Si	20.385	-3.97	21.404
Si	22.606	-1.736	21.673
Si	26.116	1.719	21.612
Si	23.349	4.455	21.619
Si	25.642	-9.712	21.256
Si	22.666	-6.881	21.388
Si	26.095	-3.885	21.677
Si	28.223	-1.495	21.574
Si	31.383	1.611	21.548
Si	28.302	3.996	21.429
Si	31.403	-9.367	21.699
Si	28.632	-6.642	21.743
Si	30.895	-4.415	21.734
Si	32.743	7.897	-6.108
Si	17.316	5.425	24.365
Si	20.863	6.488	-2.689
Si	24.242	-1.958	-4.954
Si	30.753	-6.814	-4.335
Si	15.871	3.496	-6.765
Si	21.34	4.11	26.023
Si	13.49	-4.971	-5.025
Si	23.453	-7.374	-5.544
Si	33.142	-1.164	24.621
Si	21.371	-4.103	25.684
Si	25.623	2.115	24.538
Si	26.903	2.1	-6.217
Si	31.241	3.839	25.588
Si	26.736	-0.939	-6.183
Si	23.835	4.528	24.526
Si	23.173	0.748	26.072
Si	25.37	-4.12	24.651
Si	20.47	1.767	24.661
Si	19.231	-0.308	-4.938
Si	15.722	1.116	-2.887
Si	22.339	-7.06	-2.956
Si	26.895	-5.184	-3.308
Si	32.047	5.184	-5.175
Si	28.514	-2.883	-4.516
Si	16.679	-6.924	-2.975
Si	26.255	1.079	-2.796
Si	27.44	5.746	-2.147
Si	18.495	-5.438	23.358
Si	27.286	7.762	23.74
Si	28.733	-0.466	-2.883
Si	30.624	-4.405	-5.934
Si	36.855	5.677	-2.848
Si	36.97	-3.109	24.516
Si	28.097	3.392	-3.839
Si	24.604	7.567	25.248
Si	20.293	2.642	-4.443
Si	23.064	-6.167	24.327
Si	28.409	-7.624	-2.841
Si	18.432	2.69	-2.233
Si	30.933	0.914	24.503
Si	11.909	6.43	-4.407
Si	17.167	-1.34	-2.983
Si	20.132	6.616	24.795
Si	23.264	-1.924	24.593
Si	25.069	-4.707	-5.847
Si	34.153	4.285	24.518
Si	24.014	-2.554	-2.149
Si	21.557	-4.296	-2.738
Si	22.503	4.021	-3.116
Si	32.431	5.788	-2.344
Si	31.056	-3.37	24.623
Si	28.843	-1.262	24.577
Si	20.35	-7.585	-6.324
Si	34.363	-1.608	-0.1
Si	37.07	1.133	-0.171
Si	33.818	4.085	-0.048
Si	36.389	7.137	-0.111
Si	34.157	9.305	0.075
Si	36.629	12.508	-0.056
Si	39.327	-1.063	-0.026
Si	42.028	1.553	-0.017
Si	39.709	3.707	-0.091
Si	41.909	7.179	-0.167
Si	39.666	9.412	-0.011
Si	42.335	12.017	0.466
Si	45.094	-1.852	-0.063
Si	47.928	0.98	-0.067
Si	44.95	4.116	-0.152
Si	48.065	6.464	-0.078
Si	44.668	9.961	-0.05
Si	47.446	12.375	0.009
Si	35.44	0.041	1.17
Si	38.118	2.679	1.268
Si	35.281	5.495	1.187
Si	38.053	8.191	1.198
Si	35.407	10.928	1.225
Si	38.164	-2.663	1.287
Si	40.892	0.01	1.329
Si	43.627	2.729	1.228
Si	40.819	5.461	1.079
Si	43.611	8.173	1.147
Si	40.748	10.794	1.545
Si	43.666	-2.783	1.548
Si	46.25	-0.129	1.163
Si	49.016	2.64	1.267
Si	46.345	5.444	1.204
Si	49.131	8.075	1.293
Si	46.302	10.879	1.384
Si	49.12	-2.764	1.195
Si	34.015	1.372	2.54
Si	36.705	4.103	2.52
Si	34.038	6.754	2.744
Si	36.746	9.559	2.614
Si	34.037	12.257	2.625
Si	36.761	-1.306	2.628
Si	39.491	1.362	2.677
Si	42.216	4.133	2.526
Si	39.435	6.765	2.522
Si	42.247	9.415	2.699
Si	39.419	12.274	2.729
Si	42.227	-1.353	2.707
Si	44.952	1.3	2.565
Si	47.646	4.02	2.61
Si	44.965	6.811	2.546
Si	47.7	9.437	2.614
Si	45.008	12.174	2.859
Si	47.691	-1.424	2.587
Si	32.721	0.057	4.024
Si	35.369	2.737	3.92
Si	32.675	5.433	4.116
Si	35.408	8.18	4.006
Si	32.676	10.918	4.017
Si	35.399	-2.697	3.981
Si	38.12	0.009	4.024
Si	40.871	2.77	3.955
Si	38.087	5.429	3.919
Si	40.824	8.062	3.974
Si	38.07	10.885	4.04
Si	40.841	-2.718	4.043
Si	43.594	0.017	4.015
Si	46.297	2.658	3.971
Si	43.587	5.444	3.927
Si	46.307	8.12	3.982
Si	43.566	10.8	4.087
Si	46.391	-2.732	4.082
Si	33.947	-1.411	16.248
Si	36.684	1.348	16.211
Si	33.975	4.076	16.229
Si	36.688	6.794	16.269
Si	33.952	9.5	16.281
Si	36.674	-4.111	16.278
Si	39.4	-1.422	16.209
Si	42.143	1.334	16.227
Si	39.416	4.056	16.191
Si	42.149	6.818	16.186
Si	39.393	9.492	16.242
Si	42.111	-4.116	16.222
Si	44.879	-1.396	16.252
Si	47.613	1.338	16.294
Si	44.893	4.011	16.16
Si	47.606	6.797	16.29
Si	44.866	9.486	16.259
Si	47.602	-4.069	16.299
Si	35.312	-0.024	17.549
Si	38.045	2.719	17.561
Si	35.324	5.423	17.622
Si	38.028	8.168	17.648
Si	35.293	10.861	17.659
Si	38.059	-2.761	17.625
Si	40.753	-0.053	17.536
Si	43.561	2.68	17.548
Si	40.794	5.436	17.49
Si	43.484	8.135	17.614
Si	40.769	10.827	17.594
Si	43.462	-2.746	17.56
Si	46.243	-0.032	17.614
Si	48.955	2.678	17.714
Si	46.207	5.376	17.517
Si	48.976	8.13	17.698
Si	46.221	10.878	17.588
Si	48.921	-2.75	17.763
Si	33.946	1.315	18.913
Si	36.69	4.053	18.964
Si	33.986	6.764	19.033
Si	36.631	9.521	19.052
Si	33.934	-4.139	19.083
Si	36.668	-1.36	18.922
Si	39.404	1.324	18.863
Si	42.229	4.135	18.801
Si	39.441	6.742	18.889
Si	42.118	9.495	18.999
Si	39.43	-4.151	18.977
Si	42.128	-1.362	18.914
Si	44.875	1.303	18.955
Si	47.544	4.106	18.942
Si	44.833	6.666	18.873
Si	47.595	9.571	18.97
Si	44.782	-4.134	18.905
Si	47.538	-1.349	19.069
Si	32.552	-0.012	20.31
Si	35.329	2.648	20.278
Si	32.579	5.404	20.359
Si	35.315	8.119	20.465
Si	32.591	10.803	20.508
Si	35.302	-2.693	20.342
Si	38.025	0.036	20.266
Si	40.907	2.697	20.003
Si	38.094	5.418	20.277
Si	40.766	8.056	20.302
Si	38.023	10.88	20.399
Si	40.852	-2.783	20.271
Si	43.456	-0.007	20.317
Si	46.192	2.746	20.261
Si	43.474	5.407	20.354
Si	46.247	8.046	20.068
Si	43.528	10.83	20.369
Si	46.008	-2.682	20.245
Si	34.131	-1.114	21.656
Si	36.412	1.081	21.664
Si	33.711	3.726	21.555
Si	36.997	6.968	21.67
Si	33.691	9.161	21.879
Si	36.999	-3.68	21.627
Si	39.302	-1.51	21.441
Si	42.386	1.695	21.509
Si	39.543	3.93	21.339
Si	42.325	6.962	21.727
Si	39.187	9.207	21.566
Si	42.387	-3.9	21.696
Si	44.495	-1.57	21.716
Si	47.649	1.65	21.697
Si	44.664	3.843	21.641
Si	47.76	7.077	21.564
Si	44.683	9.04	21.413
Si	47.199	-3.987	21.697
Si	46.885	-6.304	-6.921
Si	36.113	6.492	24.611
Si	35.14	2.266	-6.719
Si	41.099	-1.448	26.034
Si	-48.637	7.875	25.895
Si	29.531	5.68	23.848
Si	37.898	2.957	-5.582
Si	35.951	-0.763	25.799
Si	40.996	5.249	23.851
Si	-43.861	-3.958	-6.049
Si	39.161	0.24	-5.389
Si	43.47	-6.896	25.186
Si	43.31	1.235	-2.812
Si	-48.641	4.967	24.535
Si	47.695	-3.455	-6.596
Si	40.556	0.324	23.669
Si	42.918	4.131	25.944
Si	37.862	-4.409	-4.994
Si	38.487	4.823	25.417
Si	39.068	4.095	-3.139
Si	30.672	1.917	-3.074
Si	38.639	-4.922	-2.239
Si	48.812	-5.775	-2.208
Si	44.269	1.825	-6.932
Si	44.749	-5.347	-2.862
Si	33.369	-3.874	-4.375
Si	46.223	3.378	-5.023
Si	43.488	5.875	-2.391
Si	35.405	-4.755	-6.57
Si	45.778	-5.808	23.714
Si	42.177	0.143	-5.249
Si	44.083	-5.853	-5.53
Si	-43.576	5.041	-1.666
Si	-45.566	-4.092	24.884
Si	44.681	6.676	25.99
Si	39.771	-4.003	25.727
Si	34.176	-1.137	-3.113
Si	41.046	-5.864	23.8
Si	45.553	6.476	-4.419
Si	35.579	2.817	-2.053
Si	46.1	0.085	23.923
Si	34.428	6.366	-4.393
Si	33.497	1.675	-4.191
Si	34.566	-7.259	24.89
Si	38.238	2.294	23.523
Si	43.662	-2.53	-2.671
Si	-49.011	4.08	-5.927
Si	40.863	-2.789	-1.934
Si	36.868	-1.429	-4.523
Si	42.052	3.856	-4.193
Si	-46.531	2.71	-4.973
Si	48.327	-2.08	23.875
Si	45.281	-3.436	-4.809
Si	32.494	-5.521	-2.144
Si	50.362	-1.056	0.074
Si	53.564	0.983	0.137
Si	50.248	4.196	0.024
Si	52.938	7.045	0.021
Si	50.711	9.266	0.005
Si	53.351	12.222	0.093
Si	55.815	-1.215	0.055
Si	-39.644	1.647	0.254
Si	56.073	3.726	0.566
Si	-39.347	6.884	0.362
Si	56.36	9.1	0.126
Si	-38.829	11.742	0.11
Si	-36.324	-1.749	0.359
Si	-34.163	1.412	0.334
Si	-36.386	3.669	0.16
Si	-34.486	7.317	-0.068
Si	-36.67	9.517	0.454
Si	-34.198	12.303	0.312
Si	51.9	-0.026	1.474
Si	54.565	2.443	1.698
Si	51.824	5.387	1.323
Si	54.567	8.126	1.333
Si	51.824	10.887	1.308
Si	54.656	-2.75	1.452
Si	-40.68	-0.048	1.499
Si	-37.982	2.661	1.557
Si	-40.585	5.346	1.621
Si	-37.966	8.102	1.747
Si	-40.526	10.746	1.441
Si	-37.927	-2.919	1.545
Si	-35.286	-0.116	1.665
Si	-32.521	2.619	1.478
Si	-35.324	5.482	1.288
Si	-32.696	8.226	1.308
Si	-35.307	10.864	1.741
Si	-32.531	-2.838	1.507
Si	50.441	1.369	2.705
Si	53.139	4.001	2.748
Si	50.456	6.732	2.718
Si	53.207	9.52	2.686
Si	50.4	12.191	2.645
Si	53.19	-1.466	2.811
Si	-42.011	1.145	3.028
Si	-39.268	4.004	2.982
Si	-42.076	6.743	2.801
Si	-39.346	9.471	3.003
Si	-41.934	12.153	2.758
Si	-39.316	-1.463	2.793
Si	-36.688	1.26	2.928
Si	-33.921	4.107	2.714
Si	-36.586	6.663	2.91
Si	-33.88	9.475	2.915
Si	-36.651	12.195	3.064
Si	-33.846	-1.445	2.925
Si	49.039	-0.046	3.989
Si	51.745	2.704	4.121
Si	49.025	5.371	4.014
Si	51.816	8.132	4.047
Si	49.039	10.821	4.001
Si	51.75	-2.812	4.08
Si	-43.448	-0.157	4.282
Si	-40.68	2.627	4.273
Si	-43.441	5.369	4.131
Si	-40.766	8.092	4.235
Si	-43.384	10.84	4.104
Si	-40.675	-2.793	4.185
Si	-38.028	-0.106	4.247
Si	-35.28	2.717	4.146
Si	-37.952	5.379	4.312
Si	-35.251	8.083	4.234
Si	-38.006	10.818	4.359
Si	-35.242	-2.749	4.311
Si	50.285	-1.389	16.384
Si	53.045	1.336	16.446
Si	50.338	4.02	16.36
Si	53.049	6.761	16.413
Si	50.322	9.496	16.358
Si	52.977	-4.142	16.384
Si	-42.189	-1.378	16.431
Si	-39.45	1.369	16.358
Si	-42.17	4.05	16.45
Si	-39.425	6.736	16.454
Si	-42.157	9.447	16.412
Si	-39.433	-4.12	16.428
Si	-36.684	-1.394	16.341
Si	-33.954	1.361	16.412
Si	-36.73	4.06	16.437
Si	-33.981	6.804	16.404
Si	-36.706	9.471	16.418
Si	-33.949	-4.099	16.367
Si	51.616	-0.006	17.759
Si	54.409	2.695	17.854
Si	51.718	5.341	17.743
Si	54.39	8.128	17.804
Si	51.609	10.857	17.802
Si	54.331	-2.787	17.722
Si	-40.821	0.066	17.727
Si	-38.094	2.663	17.774
Si	-40.769	5.358	17.829
Si	-38.074	8.124	17.806
Si	-40.783	10.792	17.77
Si	-38.027	-2.729	17.716
Si	-35.307	-0.066	17.694
Si	-32.621	2.801	17.736
Si	-35.378	5.482	17.745
Si	-32.567	8.105	17.77
Si	-35.285	10.839	17.695
Si	-32.604	-2.745	17.747
Si	50.27	1.349	19.183
Si	53.038	4.035	19.241
Si	50.333	6.695	19.031
Si	52.989	9.499	19.156
Si	50.223	-4.112	19.214
Si	52.94	-1.435	19.066
Si	55.806	1.368	19.235
Si	-39.433	3.956	19.232
Si	55.79	6.761	19.144
Si	-39.407	9.476	19.196
Si	55.708	-4.172	19.034
Si	-39.385	-1.264	18.972
Si	-36.657	1.281	19.024
Si	-34.012	4.169	19.085
Si	-36.697	6.803	19.18
Si	-33.876	9.542	19.067
Si	-36.635	-4.127	19.028
Si	-33.97	-1.401	19.09
Si	48.842	-0.019	20.535
Si	51.643	2.706	20.639
Si	48.896	5.398	20.367
Si	51.675	7.998	20.437
Si	48.799	10.861	20.583
Si	51.555	-2.689	20.566
Si	54.356	-0.089	20.36
Si	57.199	2.594	20.79
Si	54.51	5.358	20.555
Si	57.111	8.131	20.558
Si	54.324	10.909	20.532
Si	57.129	-2.684	20.124
Si	-37.95	-0.065	20.431
Si	-35.349	2.724	20.305
Si	-38.036	5.377	20.513
Si	-35.272	8.246	20.41
Si	-37.971	10.881	20.449
Si	-35.258	-2.839	20.445
Si	50.375	-1.123	21.963
Si	52.776	0.934	21.747
Si	49.909	3.855	21.827
Si	53.368	6.953	21.813
Si	50.086	9.169	21.686
Si	53.25	-3.711	21.828
Si	55.628	-1.651	21.554
Si	59.026	1.454	21.938
Si	56.054	4.285	22.049
Si	58.289	6.498	21.804
Si	55.483	9.331	21.813
Si	58.651	-3.79	21.44
Si	-36.918	-1.783	21.688
Si	-33.792	1.574	21.571
Si	-36.801	3.813	21.768
Si	-33.755	7.263	21.882
Si	-36.294	9.837	21.758
Si	-34.053	-4.311	21.876
Si	-31.804	-6.412	-4.481
Si	-44.529	6.893	24.734
Si	-41.564	6.225	-3.483
Si	-43.862	-1.189	-4.427
Si	-32.476	-2.494	23.963
Si	46.435	5.348	23.79
Si	-38.904	1.038	-2.695
Si	-45.947	0.003	-6.291
Si	-35.377	-3.912	-6.992
Si	-29.848	-2.209	-4.604
Si	-41.076	0.314	-4.623
Si	-35.201	4.061	24.453
Si	-36.742	-3.139	-4.58
Si	-32.146	4.984	24.583
Si	-36.724	-0.957	-2.552
Si	-42.423	3.137	24.953
Si	-36.254	-1.423	24.694
Si	-41.593	-1.21	24.453
Si	-41.268	4.97	-6.394
Si	-41.725	7.52	25.87
Si	46.235	2.162	-2.208
Si	-44.73	-6.137	-4.137
Si	-29.755	-5.76	24.081
Si	-39.545	-2.239	-5.017
Si	-43.663	7.55	-4.713
Si	47.929	7.724	-2.917
Si	-37.402	3.76	-2.857
Si	-38.697	6.414	-2.552
Si	-46.502	-6.936	24.474
Si	-40.472	-5.6	23.561
Si	-33.904	-0.011	-2.43
Si	-32.597	-0.303	25.806
Si	-27.906	6.641	-2.933
Si	-30.192	-1.978	25.625
Si	-35.568	6.035	-6.442
Si	-40.416	2.269	-6.887
Si	-45.696	2.88	-2.04
Si	-38.243	-7.803	23.647
Si	-37.609	7.775	-4.871
Si	-48.126	6.638	-4.84
Si	-34.599	1.081	24.418
Si	-45.424	5.411	-5.745
Si	-45.778	-2.137	-2.152
Si	-47.458	-2.725	-6.277
Si	-44.059	0.743	24.633
Si	-37.38	-5.721	-5.689
Si	-30.637	5.04	-6.349
Si	-40.609	-3.098	-2.063
Si	-42.656	-5.458	-1.904
Si	-39.398	-7.44	-6.777
Si	-32.983	5.62	-2.039
Si	-31.901	-2.054	-2.377
Si	-40.913	-3.834	25.966
Si	-47.073	-4.386	-3.836
Si	-30.841	-1.713	0.311
Si	-28.405	0.933	0.266
Si	-31.354	4.056	0.025
Si	-28.806	7.11	0.074
Si	-30.966	9.409	0.184
Si	-28.526	12.5	0.419
Si	-26.026	-1.11	0.328
Si	-23.384	1.783	0.107
Si	-25.68	3.989	0.245
Si	-23.42	7.028	0.121
Si	-25.605	9.287	0.169
Si	-22.813	11.917	0.256
Si	-20.481	-1.165	0.022
Si	-17.881	1.652	0.232
Si	-20.01	3.949	0.222
Si	-17.454	6.636	0.38
Si	-20.592	9.626	0.201
Si	-17.722	12.199	0.075
Si	-29.862	-0.122	1.699
Si	-27.287	2.714	1.403
Si	-29.955	5.454	1.337
Si	-27.189	8.143	1.468
Si	-29.77	10.867	1.569
Si	-27.063	-2.658	1.743
Si	-24.407	0.11	1.469
Si	-21.718	2.818	1.403
Si	-24.498	5.509	1.545
Si	-21.773	8.072	1.467
Si	-24.449	10.835	1.52
Si	-21.679	-2.694	1.412
Si	-19.04	0.031	1.472
Si	-16.228	2.811	1.417
Si	-18.965	5.438	1.659
Si	-16.286	8.191	1.639
Si	-18.995	10.806	1.476
Si	-16.479	-2.781	1.622
Si	-31.228	1.312	2.921
Si	-28.602	4.096	2.761
Si	-31.331	6.809	2.706
Si	-28.454	9.5	2.903
Si	-31.194	12.169	2.916
Si	-28.475	-1.38	3.079
Si	-25.837	1.427	2.828
Si	-23.063	4.143	2.831
Si	-25.871	6.812	2.89
Si	-23.082	9.471	2.874
Si	-25.723	12.205	2.936
Si	-23.066	-1.334	2.785
Si	-20.431	1.389	2.812
Si	-17.576	4.071	2.931
Si	-20.406	6.79	2.891
Si	-17.682	9.526	2.931
Si	-20.327	12.26	2.811
Si	-17.718	-1.299	2.899
Si	-32.563	-0.042	4.285
Si	-29.873	2.728	4.205
Si	-32.598	5.43	4.152
Si	-29.912	8.119	4.14
Si	-32.546	10.828	4.282
Si	-29.871	-2.78	4.312
Si	-27.107	0.059	4.286
Si	-24.443	2.76	4.178
Si	-27.218	5.403	4.185
Si	-24.464	8.147	4.24
Si	-27.115	10.858	4.271
Si	-24.373	-2.702	4.219
Si	-21.74	0.01	4.198
Si	-19.016	2.706	4.204
Si	-21.735	5.442	4.258
Si	-19.048	8.154	4.25
Si	-21.706	10.888	4.186
Si	-19.037	-2.702	4.244
Si	-31.263	-1.362	16.402
Si	-28.523	1.345	16.394
Si	-31.252	4.074	16.35
Si	-28.54	6.771	16.463
Si	-31.249	9.485	16.407
Si	-28.58	-4.127	16.397
Si	-25.851	-1.4	16.42
Si	-23.119	1.342	16.473
Si	-25.832	4.077	16.475
Si	-23.103	6.766	16.388
Si	-25.838	9.485	16.363
Si	-23.157	-4.097	16.448
Si	-20.398	-1.325	16.473
Si	-17.672	1.372	16.525
Si	-20.385	4.07	16.461
Si	-17.649	6.825	16.534
Si	-20.4	9.504	16.463
Si	-17.586	-4.026	16.496
Si	-29.904	0.018	17.733
Si	-27.213	2.695	17.803
Si	-29.92	5.364	17.77
Si	-27.172	8.179	17.77
Si	-29.927	10.844	17.789
Si	-27.239	-2.771	17.74
Si	-24.522	-0.033	17.791
Si	-21.722	2.683	17.815
Si	-24.453	5.47	17.791
Si	-21.784	8.096	17.779
Si	-24.512	10.792	17.761
Si	-21.852	-2.648	17.758
Si	-19.055	0.019	17.876
Si	-16.319	2.715	17.911
Si	-19.08	5.471	17.831
Si	-16.284	8.198	17.91
Si	-19.01	10.922	17.72
Si	-16.258	-2.699	17.974
Si	-31.21	1.479	19.045
Si	-28.569	4.045	19.173
Si	-31.293	6.657	19.151
Si	-28.609	9.436	19.143
Si	-31.244	-4.061	19.142
Si	-28.586	-1.385	19.083
Si	-25.867	1.327	19.147
Si	-23.05	4.107	19.097
Si	-25.786	6.88	19.148
Si	-23.168	9.407	19.123
Si	-25.976	-4.246	19.059
Si	-23.254	-1.397	19.21
Si	-20.473	1.294	19.273
Si	-17.779	4.077	19.167
Si	-20.431	6.83	19.218
Si	-17.7	9.631	19.16
Si	-20.431	-4.025	18.95
Si	-17.687	-1.304	19.253
Si	-32.597	0.084	20.262
Si	-29.919	2.749	20.615
Si	-32.748	5.462	20.606
Si	-29.822	7.893	20.463
Si	-32.508	10.86	20.509
Si	-29.931	-2.687	20.522
Si	-27.252	-0.051	20.466
Si	-24.448	2.735	20.366
Si	-27.139	5.438	20.384
Si	-24.489	8.196	20.681
Si	-27.354	10.839	20.537
Si	-24.652	-2.932	20.4
Si	-21.962	-0.011	20.656
Si	-19.1	2.706	20.579
Si	-21.753	5.436	20.577
Si	-19.11	8.304	20.497
Si	-21.712	10.828	20.198
Si	-19.198	-2.665	20.399
Si	-31.09	-0.976	21.64
Si	-28.777	1.081	21.857
Si	-31.629	3.836	21.87
Si	-28.236	6.79	21.913
Si	-31.264	9.21	21.647
Si	-28.446	-3.861	21.927
Si	-26.164	-1.729	21.673
Si	-23.059	1.706	21.906
Si	-25.558	4.31	21.619
Si	-23.351	6.511	21.913
Si	-26.249	9.28	21.889
Si	-23.053	-4.208	21.532
Si	-20.914	-1.779	21.755
Si	-17.6	1.585	21.984
Si	-20.672	3.813	21.918
Si	-17.571	7.093	21.701
Si	-20.195	9.975	21.759
Si	-18.029	-4.095	21.761
Si	-14.048	5.803	-6.295
Si	-28.17	5.363	24.786
Si	-24.888	-1.059	-2.425
Si	-21.753	-2.532	24.359
Si	-15.81	-4.285	-4.538
Si	-33.512	7.564	24.794
Si	-27.092	2.699	23.926
Si	-38.887	0.09	24.862
Si	-25.087	-3.557	-3.925
Si	-16.433	-1.318	-4.457
Si	-23.331	1.57	-5.827
Si	-22.783	6.462	-2.886
Si	-25.73	1.444	-3.814
Si	-14.8	2.168	25.95
Si	-19.692	-3.076	-2.236
Si	-24.699	-1.462	24.264
Si	-20.399	4.572	-2.716
Si	-26.883	-4.409	-6.171
Si	-22.776	6.528	24.897
Si	-26.771	3.979	-2.527
Si	-33.114	1.432	-4.942
Si	-25.316	7.45	-4.173
Si	-16.265	-5.799	-1.795
Si	-24.445	1.425	24.817
Si	-27.255	-1.899	25.781
Si	-32.449	-5.086	-1.9
Si	-17.545	7.811	-4.487
Si	-18.668	-7.806	-1.838
Si	-32.49	-5.91	25.764
Si	-20.502	4.625	24.939
Si	-16.268	-0.052	-1.805
Si	-21.176	-0.599	-6.688
Si	-7.396	3.401	-4.953
Si	-16.906	-2.262	24.155
Si	-18.277	6.462	24.555
Si	-28.127	0.245	-5.379
Si	-29.476	2.482	-1.989
Si	-26.789	-6.518	24.803
Si	-18.691	-7.122	-7.064
Si	-34.598	4.086	-4.316
Si	-15.732	4.678	24.707
Si	-30.894	6.933	-3.92
Si	-30.17	2.336	-5.087
Si	-28.929	-5.095	-4.14
Si	-25.721	6.98	25.928
Si	-21.906	-7.152	-6.903
Si	-9.604	4.065	24.772
Si	-22.599	-4.371	-2.616
Si	-22.262	0.261	-1.994
Si	-22.929	-7.123	-3.958
Si	-14.513	7.683	-3.978
Si	-22.024	-5.5	23.913
Si	-21.095	1.986	-4.118
Si	-26.995	-5.226	-1.95
Si	-14.887	-1.757	0.303
Si	-12.091	1.105	-0.001
Si	-15.129	4.572	0.218
Si	-12.509	6.986	0.433
Si	-14.698	9.255	0.282
Si	-12.582	12.481	0.168
Si	-9.861	-1.115	0.082
Si	-7.192	1.653	0.009
Si	-9.47	3.872	0.06
Si	-7.108	7.083	0.216
Si	-9.309	-7.048	0.226
Si	-6.731	-4.337	0.239
Si	-3.929	-1.763	0.068
Si	-1.64	1.445	-0.084
Si	-3.828	3.744	-0.067
Si	-1.199	6.546	-0.004
Si	-4.525	-6.531	0.221
Si	-1.742	-4.071	0.168
Si	-13.659	-0.038	1.375
Si	-11.004	2.693	1.394
Si	-13.667	5.502	1.768
Si	-10.854	8.141	1.559
Si	-13.661	10.919	1.534
Si	-10.978	-2.684	1.442
Si	-8.263	0.036	1.363
Si	-5.506	2.716	1.265
Si	-8.286	5.436	1.392
Si	-5.587	8.2	1.559
Si	-8.238	-5.482	1.582
Si	-5.554	-2.735	1.444
Si	-2.809	-0.086	1.288
Si	-0.262	2.662	1.438
Si	-2.818	5.409	1.296
Si	-0.094	8.175	1.286
Si	-2.913	-5.493	1.545
Si	-0.145	-2.822	1.37
Si	-14.944	1.37	2.771
Si	-12.274	4.023	2.88
Si	-14.991	6.867	3.08
Si	-12.24	9.564	2.865
Si	-15.071	12.181	2.931
Si	-12.317	-1.342	2.837
Si	-9.606	1.371	2.786
Si	-6.84	4.087	2.697
Si	-9.564	6.736	2.89
Si	-6.894	-6.797	2.971
Si	-9.622	12.266	2.815
Si	-6.911	-1.331	2.74
Si	-4.199	1.3	2.654
Si	-1.563	4.064	2.78
Si	-4.158	6.761	2.72
Si	-1.458	-6.864	2.731
Si	-4.212	-4.062	2.867
Si	-1.446	-1.381	2.71
Si	-16.308	0.049	4.195
Si	-13.623	2.678	4.229
Si	-16.322	5.443	4.354
Si	-13.567	8.23	4.307
Si	-16.35	10.851	4.333
Si	-13.663	-2.72	4.21
Si	-10.933	0.006	4.19
Si	-8.202	2.736	4.11
Si	-10.921	5.397	4.24
Si	-8.24	8.122	4.262
Si	-10.921	10.916	4.239
Si	-8.235	-2.695	4.145
Si	-5.532	0.001	4.1
Si	-2.897	2.679	4.095
Si	-5.518	5.429	4.113
Si	-2.805	8.113	4.105
Si	-5.527	-5.414	4.257
Si	-2.803	-2.691	4.133
Si	-14.918	-1.339	16.59
Si	-12.222	1.369	16.612
Si	-14.921	4.092	16.591
Si	-12.168	6.804	16.589
Si	-14.912	9.555	16.56
Si	-12.186	-4.056	16.586
Si	-9.503	-1.34	16.535
Si	-6.773	1.354	16.472
Si	-9.488	4.115	16.547
Si	-6.759	6.821	16.471
Si	-9.495	9.54	16.559
Si	-6.77	-4.092	16.426
Si	-4.028	-1.321	16.378
Si	-1.296	1.366	16.323
Si	-4.025	4.112	16.364
Si	-1.294	6.838	16.343
Si	-4.011	9.53	16.406
Si	-1.269	-4.058	16.37
Si	-13.569	-0.011	18.012
Si	-10.871	2.789	17.939
Si	-13.532	5.448	17.966
Si	-10.805	8.158	17.98
Si	-13.556	10.913	17.952
Si	-10.814	-2.696	17.962
Si	-8.147	0.026	17.889
Si	-5.328	2.715	17.728
Si	-8.081	5.466	17.886
Si	-5.382	8.2	17.794
Si	-8.084	-5.42	17.875
Si	-5.422	-2.674	17.697
Si	-2.615	0.011	17.721
Si	0.12	2.71	17.621
Si	-2.674	5.51	17.69
Si	0.074	-8.145	17.727
Si	-2.581	-5.458	17.724
Si	0.104	-2.707	17.748
Si	-14.979	1.373	19.34
Si	-12.196	4.108	19.416
Si	-14.902	6.828	19.284
Si	-12.208	9.539	19.317
Si	-14.857	-4.034	19.384
Si	-12.182	-1.394	19.401
Si	-9.494	1.446	19.264
Si	-6.629	4.061	19.116
Si	-9.371	6.818	19.355
Si	-6.712	9.532	19.222
Si	-9.366	-4.029	19.282
Si	-6.756	-1.394	19.17
Si	-3.954	1.372	19.077
Si	-1.237	4.114	18.888
Si	-3.995	6.864	19.128
Si	-1.245	-6.823	19.16
Si	-3.976	-4.02	18.92
Si	-1.229	-1.312	19.1
Si	-16.36	-0.009	20.716
Si	-13.66	2.767	20.763
Si	-16.428	5.464	20.463
Si	-13.602	8.219	20.742
Si	-16.381	10.973	20.602
Si	-13.454	-2.796	20.908
Si	-10.868	0.12	20.678
Si	-7.956	2.747	20.522
Si	-10.756	5.461	20.765
Si	-7.888	8.145	20.753
Si	-10.665	-5.477	20.56
Si	-8.053	-2.681	20.741
Si	-5.308	-0.02	20.391
Si	-2.493	2.755	20.285
Si	-5.238	5.39	20.466
Si	-2.673	-8.118	20.562
Si	-5.286	-5.306	20.327
Si	-2.634	-2.725	20.315
Si	-14.794	-1.17	22.08
Si	-12.568	1.117	22.071
Si	-15.43	3.913	21.876
Si	-11.912	7.144	22.016
Si	-15.372	9.317	21.928
Si	-11.884	-4.297	22.124
Si	-9.183	-0.925	21.931
Si	-6.789	1.115	21.775
Si	-8.968	4.335	21.899
Si	-6.637	6.476	21.975
Si	-9.558	9.298	21.958
Si	-6.272	-3.821	21.853
Si	-4.127	-1.56	21.683
Si	-1.006	1.688	21.728
Si	-3.552	4.276	21.664
Si	-1.434	6.554	21.69
Si	-3.824	-6.403	21.759
Si	-1.537	-4.307	21.622
Si	3.838	-4.44	-3.46
Si	-11.904	5.643	24.55
Si	-14.551	-0.335	-6.521
Si	-10.261	-2.339	-5.951
Si	1.15	-6.891	25.106
Si	-18.519	0.426	24.824
Si	-7.159	1.301	-3
Si	-17.785	4.768	-4.479
Si	-6.725	4.377	25.725
Si	6.667	-5.217	-2.854
Si	-11.983	-0.05	-4.974
Si	-3.192	-8.021	25.975
Si	-7.567	-2.538	-4.921
Si	8.732	2.083	-2.966
Si	-5.385	-0.536	-4.869
Si	-10.778	-2.283	24.171
Si	-5.098	2.668	23.887
Si	-9.598	-7.747	-5.799
Si	-13.371	-5.056	-6.414
Si	-9.659	1.853	-4.309
Si	-19.224	2.728	-6.409
Si	-10.752	-5.251	-1.974
Si	0.146	-7.782	-3.968
Si	-3.928	1.158	-7.003
Si	-8.688	6.194	-4.188
Si	-19.114	-2.22	-5.218
Si	-2.561	5.654	26.034
Si	-4.032	4.73	-3.046
Si	-17.896	-4.214	-6.842
Si	-5.675	-5.808	24.094
Si	-3.576	-1.716	-2.773
Si	-3.72	-4.55	-4.039
Si	5.145	-7.716	-6.117
Si	-0.103	-2.424	23.697
Si	-2.535	3.26	-5.192
Si	-13.38	-2.821	25.164
Si	-13.575	1.37	-2.679
Si	-8.457	-6.53	24.874
Si	-4.248	-7.235	-2.727
Si	-10.712	4.472	-2.837
Si	-2.243	-0.168	23.798
Si	-13.302	5.505	-1.997
Si	-15.02	3.478	-4.536
Si	-13.878	-5.452	24.022
Si	-12.088	2.79	24.642
Si	-5.16	6.572	24.838
Si	2.402	4.699	-6.4
Si	-8.557	-3.046	-2.024
Si	-8.95	-4.861	-5.887
Si	-6.206	6.745	-2.623
Si	-2.045	7.098	-2.975
Si	2.61	-1.334	-6.949
Si	-3.822	-4.973	-6.912
Si	-12.031	-6.853	-4.424
Si	1.274	-1.345	5.385
Si	3.96	1.363	5.304
Si	1.262	4.075	5.373
Si	3.973	6.828	5.353
Si	1.271	9.532	5.428
Si	3.945	-4.002	5.38
Si	6.664	-1.279	5.268
Si	9.38	1.437	5.294
Si	6.689	4.135	5.305
Si	9.429	6.791	5.376
Si	6.715	-6.718	5.393
Si	9.387	-4.008	5.281
Si	12.131	-1.304	5.306
Si	14.875	1.382	5.316
Si	12.177	4.112	5.326
Si	14.865	6.842	5.31
Si	12.173	-6.758	5.312
Si	14.897	-4.044	5.324
Si	17.629	-1.352	5.29
Si	20.328	1.371	5.331
Si	17.614	4.085	5.314
Si	20.358	6.828	5.333
Si	17.629	-6.765	5.325
Si	20.379	-4.059	5.27
Si	23.112	-1.373	5.263
Si	25.797	1.332	5.286
Si	23.073	4.09	5.357
Si	25.81	6.838	5.343
Si	23.103	-6.768	5.266
Si	25.816	12.238	5.285
Si	28.541	-1.356	5.301
Si	31.293	1.363	5.376
Si	28.521	4.095	5.375
Si	31.26	6.828	5.368
Si	28.548	9.556	5.35
Si	31.284	12.279	5.337
Si	34.043	-1.347	5.362
Si	36.728	1.384	5.327
Si	34.045	4.046	5.389
Si	36.766	6.795	5.335
Si	34.02	9.529	5.36
Si	36.718	12.252	5.38
Si	39.47	-1.358	5.386
Si	42.215	1.391	5.343
Si	39.462	4.087	5.312
Si	42.204	6.742	5.345
Si	39.478	9.486	5.326
Si	42.195	12.211	5.385
Si	44.956	-1.367	5.373
Si	47.665	1.315	5.358
Si	44.927	4.051	5.311
Si	47.656	6.749	5.357
Si	44.957	9.453	5.399
Si	47.712	12.186	5.414
Si	50.382	-1.406	5.397
Si	-44.829	1.311	5.495
Si	50.362	4.049	5.446
Si	-44.806	6.757	5.462
Si	50.407	9.475	5.388
Si	-44.8	12.169	5.457
Si	-42.068	-1.494	5.589
Si	-39.356	1.263	5.624
Si	-42.095	4.021	5.531
Si	-39.379	6.749	5.582
Si	-42.113	9.48	5.55
Si	-39.376	12.205	5.63
Si	-36.643	-1.402	5.624
Si	-33.953	1.354	5.56
Si	-36.607	4.003	5.615
Si	-33.914	6.744	5.595
Si	-36.624	9.429	5.616
Si	-33.916	12.18	5.635
Si	-31.213	-1.392	5.641
Si	-28.506	1.395	5.598
Si	-31.247	4.077	5.543
Si	-28.561	6.772	5.539
Si	-31.194	9.46	5.596
Si	-28.488	12.196	5.63
Si	-25.753	-1.354	5.586
Si	-23.099	1.375	5.551
Si	-25.811	4.089	5.553
Si	-23.097	6.799	5.602
Si	-25.778	9.504	5.625
Si	-23.039	12.245	5.581
Si	-20.392	-1.343	5.592
Si	-17.667	1.367	5.591
Si	-20.357	4.075	5.586
Si	-17.702	6.807	5.651
Si	-20.376	9.541	5.596
Si	-17.685	12.268	5.633
Si	-14.978	-1.336	5.58
Si	-12.259	1.346	5.594
Si	-14.938	4.059	5.631
Si	-12.24	6.797	5.612
Si	-14.954	9.534	5.675
Si	-12.285	12.267	5.593
Si	-9.569	-1.349	5.547
Si	-6.866	1.367	5.49
Si	-9.528	4.06	5.56
Si	-6.836	6.773	5.552
Si	-9.576	9.528	5.593
Si	-6.892	12.281	5.56
Si	-4.165	-1.337	5.485
Si	-1.453	1.358	5.407
Si	-4.193	4.057	5.491
Si	-1.457	6.783	5.48
Si	-4.13	-6.819	5.506
Si	-1.442	-4.082	5.45
Si	2.627	0.033	6.726
Si	5.336	2.74	6.653
Si	2.626	5.454	6.721
Si	5.335	-8.114	6.704
Si	2.618	-5.39	6.754
Si	5.344	-2.644	6.687
Si	8.035	0.058	6.648
Si	10.779	2.762	6.656
Si	8.053	5.448	6.708
Si	10.802	-8.12	6.67
Si	8.087	-5.367	6.706
Si	10.769	-2.672	6.647
Si	13.509	0.034	6.666
Si	16.255	2.732	6.668
Si	13.525	5.479	6.679
Si	16.263	-8.14	6.659
Si	13.537	-5.411	6.67
Si	16.273	-2.694	6.663
Si	18.984	-0.004	6.669
Si	21.708	2.722	6.686
Si	18.986	5.454	6.664
Si	21.749	-8.128	6.653
Si	19.018	-5.408	6.65
Si	21.741	-2.711	6.638
Si	24.453	-0.02	6.658
Si	27.153	2.701	6.677
Si	24.451	5.461	6.69
Si	27.183	8.185	6.701
Si	24.458	10.889	6.659
Si	27.183	-2.724	6.659
Si	29.902	-0.008	6.692
Si	32.648	2.716	6.742
Si	29.903	5.451	6.72
Si	32.639	8.177	6.716
Si	29.919	10.912	6.699
Si	32.643	-2.694	6.707
Si	35.388	0.018	6.719
Si	38.102	2.729	6.69
Si	35.399	5.439	6.712
Si	38.116	8.147	6.71
Si	35.361	10.888	6.732
Si	38.1	-2.723	6.734
Si	40.845	0.017	6.709
Si	43.572	2.722	6.721
Si	40.829	5.41	6.711
Si	43.559	8.104	6.728
Si	40.82	10.845	6.718
Si	43.574	-2.737	6.719
Si	46.302	-0.02	6.749
Si	48.997	2.669	6.769
Si	46.283	5.395	6.714
Si	49.017	8.115	6.737
Si	46.308	10.837	6.749
Si	49.044	-2.766	6.784
Si	-46.208	-0.055	6.814
Si	-43.475	2.665	6.868
Si	-46.196	5.41	6.808
Si	-43.481	8.107	6.873
Si	-46.179	10.815	6.804
Si	-43.478	-2.822	6.895
Si	-40.75	-0.084	6.944
Si	-37.998	2.65	6.951
Si	-40.751	5.38	6.91
Si	-38.026	8.102	6.952
Si	-40.766	10.833	6.932
Si	-38.016	-2.758	6.973
Si	-35.307	-0.002	6.946
Si	-32.589	2.706	6.918
Si	-35.279	5.392	6.955
Si	-32.572	8.116	6.95
Si	-35.295	10.821	6.969
Si	-32.582	-2.752	6.98
Si	-29.849	0.001	6.95
Si	-27.143	2.735	6.948
Si	-29.891	5.42	6.925
Si	-27.176	8.124	6.919
Si	-29.851	10.828	6.962
Si	-27.124	-2.723	6.939
Si	-24.415	0.007	6.948
Si	-21.726	2.712	6.932
Si	-24.454	5.431	6.941
Si	-21.731	8.169	6.953
Si	-24.411	10.887	6.949
Si	-21.713	-2.718	6.968
Si	-19.012	-0.001	6.955
Si	-16.313	2.716	6.978
Si	-19.037	5.432	6.993
Si	-16.312	8.152	7.003
Si	-19.022	10.886	6.983
Si	-16.312	-2.693	6.975
Si	-13.611	-0.002	6.965
Si	-10.89	2.715	6.939
Si	-13.588	5.435	6.981
Si	-10.9	8.166	6.977
Si	-13.604	10.914	7.003
Si	-10.908	-2.702	6.942
Si	-8.201	0.014	6.895
Si	-5.523	2.715	6.883
Si	-8.189	5.428	6.932
Si	-5.482	8.156	6.891
Si	-8.211	10.898	6.935
Si	-5.502	-2.687	6.886
Si	-2.788	0.02	6.824
Si	-0.091	2.73	6.762
Si	-2.81	5.422	6.839
Si	-0.079	8.166	6.8
Si	-2.777	-5.436	6.845
Si	-0.07	-2.705	6.776
Si	1.279	1.377	8.114
Si	3.998	4.091	8.055
Si	1.291	6.8	8.127
Si	3.988	-6.765	8.084
Si	1.282	-4.052	8.144
Si	3.996	-1.316	8.082
Si	6.696	1.4	8.035
Si	9.43	4.099	8.042
Si	6.702	6.836	8.046
Si	9.444	-6.758	8.028
Si	6.704	-4.017	8.042
Si	9.413	-1.307	8
Si	12.15	1.401	8.008
Si	14.903	4.112	8.012
Si	12.16	6.837	8.026
Si	14.908	-6.772	8.013
Si	12.149	-4.043	7.993
Si	14.894	-1.332	7.998
Si	17.625	1.367	8.013
Si	20.356	4.1	8.025
Si	17.631	6.821	8.013
Si	20.378	-6.774	8.008
Si	17.653	-4.051	8.005
Si	20.378	-1.354	8.003
Si	23.094	1.353	8.015
Si	25.813	4.083	8.037
Si	23.095	6.83	8.033
Si	25.813	9.541	8.045
Si	23.095	-4.069	8.014
Si	25.823	-1.363	8.027
Si	28.536	1.362	8.044
Si	31.27	4.088	8.077
Si	28.538	6.814	8.065
Si	31.27	9.54	8.065
Si	28.538	-4.066	8.05
Si	31.263	-1.355	8.067
Si	34.003	1.347	8.091
Si	36.745	4.075	8.077
Si	34.002	6.794	8.059
Si	36.734	9.509	8.064
Si	33.988	-4.071	8.074
Si	36.733	-1.357	8.084
Si	39.457	1.36	8.063
Si	42.189	4.058	8.085
Si	39.47	6.782	8.071
Si	42.192	9.487	8.075
Si	39.456	-4.106	8.077
Si	42.196	-1.369	8.067
Si	44.925	1.346	8.091
Si	47.633	4.045	8.11
Si	44.921	6.751	8.093
Si	47.659	9.475	8.115
Si	44.924	-4.112	8.085
Si	47.651	-1.398	8.116
Si	-47.571	1.317	8.157
Si	-44.848	4.045	8.19
Si	-47.565	6.771	8.151
Si	-44.85	9.468	8.214
Si	-47.533	-4.127	8.161
Si	-44.847	-1.41	8.196
Si	-42.13	1.305	8.249
Si	-39.393	4.021	8.269
Si	-42.121	6.755	8.244
Si	-39.398	9.477	8.282
Si	-42.136	-4.15	8.289
Si	-39.395	-1.415	8.321
Si	-36.667	1.314	8.332
Si	-33.935	4.041	8.311
Si	-36.669	6.74	8.296
Si	-33.938	9.468	8.311
Si	-36.669	-4.134	8.312
Si	-33.959	-1.379	8.301
Si	-31.233	1.348	8.287
Si	-28.522	4.077	8.292
Si	-31.229	6.765	8.309
Si	-28.5	9.479	8.311
Si	-31.219	-4.121	8.306
Si	-28.491	-1.368	8.294
Si	-25.789	1.358	8.295
Si	-23.08	4.074	8.296
Si	-25.811	6.785	8.296
Si	-23.073	9.525	8.323
Si	-25.776	-4.081	8.306
Si	-23.07	-1.355	8.318
Si	-20.366	1.364	8.313
Si	-17.655	4.085	8.344
Si	-20.381	6.812	8.334
Si	-17.656	9.533	8.35
Si	-20.363	-4.071	8.344
Si	-17.661	-1.344	8.343
Si	-14.95	1.363	8.341
Si	-12.224	4.08	8.33
Si	-14.945	6.792	8.351
Si	-12.248	9.531	8.347
Si	-14.958	-4.049	8.355
Si	-12.248	-1.351	8.33
Si	-9.539	1.357	8.301
Si	-6.842	4.07	8.289
Si	-9.528	6.801	8.312
Si	-6.831	9.527	8.265
Si	-9.553	-4.064	8.31
Si	-6.841	-1.336	8.271
Si	-4.131	1.368	8.221
Si	-1.423	4.076	8.173
Si	-4.127	6.792	8.237
Si	-1.412	-6.793	8.189
Si	-4.133	-4.071	8.216
Si	-1.421	-1.351	8.162
Si	-0.054	0.018	9.507
Si	2.653	2.745	9.451
Si	-0.055	5.451	9.515
Si	2.651	-8.136	9.462
Si	-0.05	-5.419	9.526
Si	2.659	-2.683	9.468
Si	5.361	0.043	9.425
Si	8.072	2.743	9.393
Si	5.355	5.464	9.408
Si	8.075	-8.12	9.38
Si	5.362	-5.395	9.411
Si	8.076	-2.667	9.384
Si	10.793	0.034	9.355
Si	13.534	2.75	9.353
Si	10.799	5.471	9.373
Si	13.54	-8.128	9.364
Si	10.806	-5.4	9.368
Si	13.53	-2.692	9.34
Si	16.265	0.012	9.36
Si	19	2.725	9.364
Si	16.274	5.461	9.365
Si	19.012	-8.139	9.355
Si	16.285	-5.415	9.35
Si	19.019	-2.708	9.365
Si	21.737	-0.004	9.37
Si	24.453	2.717	9.382
Si	21.731	5.459	9.374
Si	24.458	8.175	9.406
Si	21.738	-5.425	9.381
Si	24.458	-2.719	9.387
Si	27.175	-0.001	9.4
Si	29.894	2.719	9.42
Si	27.176	5.438	9.41
Si	29.905	8.172	9.422
Si	27.178	-5.429	9.41
Si	29.898	-2.715	9.422
Si	32.622	-0.006	9.44
Si	35.366	2.719	9.436
Si	32.635	5.444	9.431
Si	35.358	8.155	9.421
Si	32.627	-5.431	9.434
Si	35.351	-2.717	9.435
Si	38.096	0	9.437
Si	40.817	2.702	9.439
Si	38.098	5.433	9.437
Si	40.821	8.14	9.44
Si	38.082	-5.453	9.437
Si	40.822	-2.734	9.423
Si	43.552	-0.02	9.442
Si	46.274	2.693	9.476
Si	43.547	5.411	9.457
Si	46.278	8.119	9.462
Si	43.549	-5.468	9.44
Si	46.276	-2.758	9.461
Si	-48.93	-0.044	9.508
Si	-46.214	2.676	9.532
Si	-48.929	5.4	9.494
Si	-46.221	8.111	9.554
Si	-48.916	-5.486	9.502
Si	-46.201	-2.771	9.555
Si	-43.503	-0.055	9.587
Si	-40.772	2.666	9.613
Si	-43.497	5.392	9.579
Si	-40.774	8.117	9.619
Si	-43.507	-5.507	9.616
Si	-40.782	-2.778	9.647
Si	-38.048	-0.042	9.67
Si	-35.313	2.692	9.661
Si	-38.05	5.39	9.636
Si	-35.321	8.113	9.65
Si	-38.053	-5.484	9.653
Si	-35.325	-2.745	9.651
Si	-32.595	-0.016	9.643
Si	-29.878	2.708	9.647
Si	-32.591	5.41	9.663
Si	-29.874	8.131	9.659
Si	-32.593	-5.47	9.655
Si	-29.86	-2.742	9.636
Si	-27.145	-0.003	9.652
Si	-24.43	2.709	9.656
Si	-27.164	5.426	9.655
Si	-24.443	8.147	9.653
Si	-27.142	-5.459	9.646
Si	-24.428	-2.719	9.671
Si	-21.708	-0.005	9.678
Si	-19.011	2.718	9.691
Si	-21.733	5.436	9.675
Si	-19.006	8.161	9.702
Si	-21.717	-5.442	9.693
Si	-19	-2.716	9.707
Si	-16.298	0.009	9.711
Si	-13.583	2.725	9.701
Si	-16.292	5.435	9.717
Si	-13.593	8.164	9.714
Si	-16.297	-5.429	9.717
Si	-13.591	-2.702	9.715
Si	-10.888	0.009	9.688
Si	-8.19	2.721	9.668
Si	-10.878	5.449	9.694
Si	-8.171	8.173	9.659
Si	-10.884	-5.425	9.697
Si	-8.184	-2.699	9.657
Si	-5.471	0.019	9.62
Si	-2.762	2.729	9.57
Si	-5.473	5.445	9.622
Si	-2.759	8.171	9.57
Si	-5.47	-5.424	9.612
Si	-2.762	-2.702	9.557
Si	1.319	-1.335	10.857
Si	4.017	1.391	10.806
Si	1.323	4.094	10.854
Si	4.018	-9.502	10.799
Si	1.322	-6.782	10.86
Si	4.025	-4.051	10.806
Si	6.727	-1.326	10.765
Si	9.443	1.38	10.731
Si	6.725	4.11	10.755
Si	9.438	-9.487	10.723
Si	6.721	-6.766	10.751
Si	9.44	-4.045	10.72
Si	12.171	-1.329	10.692
Si	14.907	1.386	10.697
Si	12.174	4.106	10.708
Si	14.91	-9.491	10.705
Si	12.171	-6.764	10.707
Si	14.909	-4.05	10.682
Si	17.645	-1.346	10.703
Si	20.374	1.362	10.712
Si	17.645	4.096	10.708
Si	20.374	-9.497	10.722
Si	17.653	-6.771	10.704
Si	20.377	-4.063	10.735
Si	23.093	-1.357	10.744
Si	25.81	1.362	10.757
Si	23.098	4.091	10.727
Si	25.819	6.806	10.765
Si	23.093	9.538	10.757
Si	25.811	-4.074	10.765
Si	28.529	-1.355	10.776
Si	31.25	1.356	10.79
Si	28.53	4.079	10.784
Si	31.263	6.804	10.785
Si	28.535	9.529	10.778
Si	31.258	-4.075	10.788
Si	33.977	-1.371	10.803
Si	36.717	1.35	10.799
Si	33.988	4.074	10.792
Si	36.716	6.792	10.783
Si	33.988	9.514	10.783
Si	36.705	-4.094	10.789
Si	39.447	-1.382	10.788
Si	42.175	1.334	10.799
Si	39.447	4.061	10.796
Si	42.176	6.779	10.805
Si	39.44	9.498	10.791
Si	42.174	-4.101	10.79
Si	44.903	-1.394	10.806
Si	47.631	1.333	10.851
Si	44.905	4.051	10.827
Si	47.632	6.771	10.848
Si	44.905	9.489	10.81
Si	47.626	-4.116	10.84
Si	-47.576	-1.4	10.888
Si	-44.869	1.321	10.923
Si	-47.57	4.047	10.88
Si	-44.86	6.755	10.93
Si	-47.576	9.485	10.902
Si	-44.861	-4.121	10.951
Si	-42.155	-1.403	10.977
Si	-39.427	1.321	11.001
Si	-42.145	4.034	10.951
Si	-39.416	6.761	10.978
Si	-42.14	9.468	10.982
Si	-39.427	-4.134	11.01
Si	-36.695	-1.403	11.018
Si	-33.959	1.332	11.008
Si	-36.696	4.043	11.001
Si	-33.965	6.762	11.01
Si	-36.693	9.472	10.997
Si	-33.965	-4.107	10.996
Si	-31.233	-1.386	10.983
Si	-28.516	1.348	11.001
Si	-31.237	4.055	11.015
Si	-28.521	6.776	11.012
Si	-31.24	9.493	11.003
Si	-28.512	-4.104	10.993
Si	-25.794	-1.36	11.017
Si	-23.075	1.352	11.022
Si	-25.801	4.062	11.002
Si	-23.09	6.793	11.029
Si	-25.796	9.504	11.011
Si	-23.074	-4.076	11.039
Si	-20.357	-1.354	11.059
Si	-17.647	1.375	11.07
Si	-20.364	4.087	11.042
Si	-17.638	6.81	11.071
Si	-20.357	9.524	11.059
Si	-17.645	-4.068	11.082
Si	-14.939	-1.342	11.084
Si	-12.231	1.368	11.073
Si	-14.925	4.085	11.082
Si	-12.227	6.806	11.076
Si	-14.936	9.531	11.084
Si	-12.229	-4.066	11.072
Si	-9.528	-1.348	11.05
Si	-6.818	1.366	11.015
Si	-9.528	4.086	11.054
Si	-6.813	6.805	11.007
Si	-9.517	9.531	11.045
Si	-6.814	-4.068	11.002
Si	-4.099	-1.349	10.957
Si	-1.387	1.367	10.909
Si	-4.099	4.088	10.961
Si	-1.386	6.812	10.908
Si	-4.101	9.532	10.956
Si	-1.39	-4.061	10.904
Si	2.69	0.029	12.198
Si	5.392	2.753	12.14
Si	2.69	5.464	12.196
Si	5.379	-8.128	12.135
Si	2.696	-5.416	12.196
Si	5.389	-2.687	12.148
Si	8.098	0.027	12.107
Si	10.813	2.747	12.062
Si	8.083	5.483	12.094
Si	10.809	-8.128	12.057
Si	8.083	-5.403	12.088
Si	10.817	-2.688	12.051
Si	13.543	0.026	12.039
Si	16.292	2.724	12.05
Si	13.551	5.46	12.046
Si	16.282	-8.128	12.044
Si	13.537	-5.392	12.033
Si	16.282	-2.711	12.044
Si	19.018	-0.004	12.062
Si	21.741	2.718	12.065
Si	19.012	5.455	12.059
Si	21.729	-8.151	12.103
Si	19.011	-5.426	12.08
Si	21.731	-2.709	12.109
Si	24.445	0.003	12.114
Si	27.16	2.715	12.14
Si	24.454	5.437	12.109
Si	27.171	8.169	12.138
Si	24.449	10.893	12.131
Si	27.166	-2.717	12.134
Si	29.883	-0.005	12.153
Si	32.615	2.713	12.15
Si	29.895	5.441	12.143
Si	32.623	8.162	12.15
Si	29.897	10.885	12.143
Si	32.611	-2.729	12.169
Si	35.341	-0.011	12.155
Si	38.076	2.709	12.16
Si	35.348	5.439	12.145
Si	38.062	8.153	12.154
Si	35.34	10.868	12.155
Si	38.063	-2.734	12.147
Si	40.807	-0.029	12.153
Si	43.531	2.691	12.17
Si	40.797	5.424	12.155
Si	43.532	8.139	12.169
Si	40.795	10.866	12.143
Si	43.533	-2.751	12.166
Si	46.256	-0.039	12.177
Si	48.998	2.678	12.233
Si	46.269	5.407	12.194
Si	48.979	8.121	12.248
Si	46.257	10.845	12.19
Si	48.973	-2.763	12.227
Si	-46.227	-0.047	12.273
Si	-43.517	2.679	12.302
Si	-46.223	5.395	12.279
Si	-43.508	8.103	12.318
Si	-46.228	10.835	12.292
Si	-43.516	-2.764	12.337
Si	-40.804	-0.039	12.345
Si	-38.07	2.692	12.352
Si	-40.793	5.402	12.314
Si	-38.067	8.119	12.351
Si	-40.797	10.83	12.365
Si	-38.071	-2.764	12.361
Si	-35.336	-0.021	12.351
Si	-32.611	2.701	12.362
Si	-35.341	5.406	12.354
Si	-32.608	8.137	12.351
Si	-35.337	10.848	12.337
Si	-32.602	-2.739	12.336
Si	-29.882	-0.023	12.338
Si	-27.157	2.706	12.363
Si	-29.883	5.421	12.365
Si	-27.162	8.138	12.357
Si	-29.879	10.857	12.345
Si	-27.17	-2.73	12.346
Si	-24.435	-0.005	12.38
Si	-21.725	2.716	12.384
Si	-24.454	5.419	12.368
Si	-21.721	8.149	12.392
Si	-24.446	10.871	12.366
Si	-21.715	-2.723	12.412
Si	-19	0.009	12.423
Si	-16.28	2.723	12.445
Si	-18.994	5.436	12.412
Si	-16.28	8.164	12.453
Si	-19.003	10.884	12.434
Si	-16.282	-2.71	12.449
Si	-13.582	0.014	12.456
Si	-10.876	2.732	12.439
Si	-13.573	5.446	12.46
Si	-10.866	8.177	12.43
Si	-13.567	10.889	12.447
Si	-10.877	-2.701	12.436
Si	-8.167	0.016	12.407
Si	-5.451	2.743	12.347
Si	-8.163	5.457	12.397
Si	-5.445	8.176	12.344
Si	-8.156	10.899	12.398
Si	-5.444	-2.704	12.347
Si	-2.725	0.013	12.303
Si	-0.005	2.731	12.246
Si	-2.724	5.455	12.295
Si	-0.016	8.183	12.247
Si	-2.725	-5.419	12.291
Si	-0.012	-2.702	12.243
Si	1.371	1.38	13.601
Si	4.072	4.11	13.534
Si	1.359	6.825	13.586
Si	4.053	-6.784	13.545
Si	1.37	-4.057	13.584
Si	4.058	-1.333	13.541
Si	6.75	1.378	13.479
Si	9.448	4.105	13.413
Si	6.743	-9.482	13.482
Si	9.439	-6.779	13.415
Si	6.745	-4.06	13.486
Si	9.471	-1.347	13.427
Si	12.188	1.383	13.396
Si	14.933	4.098	13.378
Si	12.181	-9.498	13.382
Si	14.91	-6.744	13.361
Si	12.177	-4.044	13.399
Si	14.911	-1.346	13.372
Si	17.662	1.358	13.401
Si	20.382	4.082	13.399
Si	17.652	-9.487	13.392
Si	20.361	-6.788	13.453
Si	17.648	-4.052	13.42
Si	20.362	-1.347	13.458
Si	23.075	1.367	13.462
Si	25.787	4.073	13.499
Si	23.095	-9.519	13.46
Si	25.807	9.533	13.499
Si	23.081	-4.064	13.486
Si	25.788	-1.364	13.484
Si	28.51	1.349	13.511
Si	31.25	4.074	13.51
Si	28.532	6.807	13.502
Si	31.256	9.525	13.507
Si	28.535	-4.071	13.497
Si	31.233	-1.372	13.525
Si	33.968	1.342	13.515
Si	36.701	4.076	13.508
Si	33.987	6.799	13.509
Si	36.69	9.504	13.525
Si	33.971	-4.104	13.524
Si	36.689	-1.386	13.516
Si	39.43	1.324	13.506
Si	42.153	4.058	13.508
Si	39.419	6.785	13.504
Si	42.152	9.51	13.509
Si	39.406	-4.114	13.501
Si	42.159	-1.394	13.519
Si	44.889	1.315	13.523
Si	47.641	4.059	13.566
Si	44.896	6.775	13.529
Si	47.611	9.503	13.58
Si	44.888	-4.112	13.54
Si	47.61	-1.383	13.561
Si	50.343	1.318	13.628
Si	-44.868	4.044	13.665
Si	50.341	6.768	13.63
Si	-44.868	9.473	13.663
Si	50.318	-4.109	13.621
Si	-44.89	-1.393	13.677
Si	-42.174	1.328	13.689
Si	-39.442	4.062	13.69
Si	-42.15	6.746	13.686
Si	-39.433	9.466	13.72
Si	-42.165	-4.119	13.717
Si	-39.447	-1.402	13.706
Si	-36.703	1.339	13.704
Si	-33.987	4.054	13.714
Si	-36.706	6.761	13.705
Si	-33.98	9.496	13.693
Si	-36.704	-4.13	13.7
Si	-33.962	-1.375	13.686
Si	-31.242	1.333	13.689
Si	-28.519	4.065	13.714
Si	-31.246	6.789	13.706
Si	-28.531	9.49	13.7
Si	-31.249	-4.105	13.687
Si	-28.536	-1.382	13.703
Si	-25.801	1.352	13.729
Si	-23.107	4.054	13.731
Si	-25.822	6.768	13.716
Si	-23.089	9.518	13.727
Si	-25.824	-4.092	13.699
Si	-23.089	-1.365	13.75
Si	-20.365	1.379	13.761
Si	-17.626	4.1	13.796
Si	-20.36	6.789	13.757
Si	-17.639	9.534	13.803
Si	-20.36	-4.074	13.792
Si	-17.642	-1.339	13.798
Si	-14.934	1.37	13.834
Si	-12.219	4.083	13.833
Si	-14.915	6.815	13.837
Si	-12.211	9.53	13.823
Si	-14.902	-4.056	13.813
Si	-12.22	-1.34	13.825
Si	-9.514	1.374	13.8
Si	-6.802	4.089	13.743
Si	-9.502	6.82	13.787
Si	-6.788	9.526	13.74
Si	-9.516	-4.072	13.783
Si	-6.795	-1.357	13.74
Si	-4.072	1.383	13.676
Si	-1.336	4.097	13.625
Si	-4.066	6.814	13.678
Si	-1.344	9.551	13.634
Si	-4.06	-4.065	13.683
Si	-1.342	-1.353	13.64
Si	0.051	-0.006	14.979
Si	2.765	2.746	14.931
Si	0.037	5.46	14.972
Si	2.72	8.183	14.945
Si	0.049	-5.414	14.976
Si	2.741	-2.7	14.936
Si	5.427	0.027	14.884
Si	8.113	2.752	14.798
Si	5.427	5.481	14.884
Si	8.094	-8.109	14.822
Si	5.42	-5.42	14.888
Si	8.126	-2.699	14.806
Si	10.838	0.019	14.754
Si	13.576	2.74	14.72
Si	10.814	5.469	14.736
Si	13.55	-8.109	14.684
Si	10.796	-5.408	14.731
Si	13.543	-2.677	14.738
Si	16.3	-0.024	14.722
Si	19.049	2.704	14.747
Si	16.301	5.456	14.718
Si	18.987	-8.15	14.795
Si	16.259	-5.406	14.739
Si	19.001	-2.712	14.813
Si	21.706	0.022	14.828
Si	24.412	2.708	14.861
Si	21.726	5.419	14.784
Si	24.432	-8.154	14.843
Si	21.71	-5.43	14.826
Si	24.416	-2.694	14.867
Si	27.14	-0.027	14.864
Si	29.879	2.708	14.866
Si	27.153	5.445	14.845
Si	29.892	8.174	14.867
Si	27.172	10.904	14.856
Si	29.875	-2.735	14.902
Si	32.604	-0.024	14.881
Si	35.331	2.716	14.859
Si	32.623	5.439	14.86
Si	35.326	8.152	14.902
Si	32.607	10.864	14.898
Si	35.33	-2.752	14.889
Si	38.053	-0.027	14.868
Si	40.789	2.689	14.855
Si	38.048	5.443	14.875
Si	40.766	8.16	14.852
Si	38.04	10.865	14.89
Si	40.769	-2.762	14.847
Si	43.518	-0.034	14.886
Si	46.279	2.66	14.864
Si	43.515	5.418	14.862
Si	46.242	8.134	14.91
Si	43.51	10.85	14.89
Si	46.246	-2.744	14.9
Si	48.961	-0.048	14.962
Si	51.704	2.666	15.016
Si	48.985	5.402	14.981
Si	51.693	8.118	15.024
Si	48.962	10.851	14.976
Si	51.649	-2.755	15.019
Si	-43.54	-0.029	15.054
Si	-40.826	2.718	15.034
Si	-43.512	5.4	15.053
Si	-40.792	8.085	15.069
Si	-43.532	10.822	15.06
Si	-40.809	-2.75	15.083
Si	-38.08	-0.024	15.036
Si	-35.354	2.702	15.078
Si	-38.076	5.407	15.06
Si	-35.347	8.138	15.041
Si	-38.071	10.839	15.069
Si	-35.319	-2.756	15.01
Si	-32.613	-0.006	15.044
Si	-29.887	2.693	15.036
Si	-32.628	5.441	15.04
Si	-29.875	8.13	15.072
Si	-32.6	10.843	15.036
Si	-29.912	-2.739	15.05
Si	-27.173	-0.023	15.052
Si	-24.467	2.714	15.115
Si	-27.18	5.422	15.094
Si	-24.456	8.134	15.043
Si	-27.191	10.867	15.04
Si	-24.481	-2.741	15.066
Si	-21.74	0.021	15.099
Si	-18.994	2.731	15.127
Si	-21.735	5.402	15.071
Si	-19.01	8.154	15.133
Si	-21.752	10.876	15.112
Si	-19.001	-2.696	15.152
Si	-16.289	0	15.197
Si	-13.576	2.722	15.217
Si	-16.276	5.449	15.197
Si	-13.546	8.17	15.218
Si	-16.256	10.898	15.156
Si	-13.559	-2.7	15.214
Si	-10.871	0.029	15.194
Si	-8.147	2.742	15.152
Si	-10.845	5.461	15.172
Si	-8.144	8.19	15.147
Si	-10.855	10.897	15.187
Si	-8.159	-2.703	15.13
Si	-5.42	0.029	15.056
Si	-2.677	2.742	15
Si	-5.428	5.469	15.059
Si	-2.683	8.183	15.005
Si	-5.396	-5.43	15.061
Si	-2.679	-2.711	15.031
O	14.331	-0.548	24.575
O	9.003	7.277	25.025
O	7.954	-2.35	24.97
O	4.726	1.598	23.055
O	10.387	6.807	-4.068
O	3.228	-2.361	-5.85
O	9.831	6.949	-1.511
O	6.664	3.409	22.857
O	2.687	5.221	25.305
O	10.984	1.641	22.599
O	1.257	-2.041	22.931
O	2.864	-5.286	22.111
O	6.78	-0.814	23.314
O	10.395	-7.154	-3.022
O	8.37	-3.586	-0.491
O	-2.988	-7.982	-3.397
O	9.728	-3.863	-4.565
O	10.154	6.801	22.818
O	5.982	-7.775	-4.724
O	8.313	-7.639	-5.866
O	8.132	7.851	-3.334
O	-3.902	-3.259	-3.105
O	6.489	8.013	25.905
O	2.879	-0.036	22.205
O	12.711	-1.227	22.785
O	20.495	8.091	25.343
O	10.57	-0.126	-3.687
O	-2.696	4.491	-6.224
O	2.974	-5.008	-4.775
O	13.879	5.762	21.896
O	11.789	-6.934	23.101
O	3.85	4.006	-6.159
O	13.705	1.445	22.355
O	16.46	-1.21	22.864
O	20.059	1.077	-4.775
O	-1.077	0.816	-1.506
O	17.04	4.153	25.303
O	0.091	2.798	22.235
O	0.15	-3.082	25.138
O	15.917	4.257	-5.346
O	-0.343	-4.149	-5.824
O	0.836	1.272	-5.434
O	1.645	-6.944	23.55
O	16.581	2.069	-6.564
O	7.697	-5.984	-3.823
O	18.816	-6.164	24.743
O	2.384	-2.748	-0.567
O	9.909	4.76	24.672
O	6.528	-5.958	-1.401
O	15.162	-3.696	22.739
O	8.428	1.042	-4.178
O	18.617	-0.925	-3.571
O	15.288	-4.244	-1.57
O	9.047	-4.481	22.789
O	5.568	8.141	22.213
O	10.875	-2.778	21.949
O	-2.13	-8.019	24.74
O	1.744	4.727	22.942
O	11.821	-2.38	-3.619
O	14.38	7.129	-1.289
O	13.519	-2.622	-0.57
O	12.932	1.79	-5.895
O	12.614	-6.022	-4.13
O	19.063	1.209	25.198
O	12.402	-6.631	-1.486
O	6.484	-0.314	25.932
O	15.195	6.66	-6.143
O	1.189	-5.813	-0.924
O	1.7	-8.096	-4.266
O	7.599	-6.698	22.941
O	16.086	6.472	24.464
O	16.059	-0.315	-3.544
O	11.966	4.83	-4.133
O	11.867	-4.893	24.828
O	8.639	0.256	22.013
O	8.033	-7.923	-0.435
O	0.442	-1.269	-1.408
O	4.216	4.087	23.47
O	10.141	2.207	25.2
O	7.845	5.042	-3.946
O	-0.206	-7.123	-2.511
O	17.096	-5.161	-6.473
O	11.53	-0.188	24.833
O	5.354	4.712	-3.194
O	21.888	-7.374	-5.926
O	13.51	-5.447	21.918
O	5.712	2.774	25.192
O	11.993	-0.74	-1.546
O	13.515	2.776	-0.488
O	1.287	3.205	-0.978
O	17.991	-0.056	-5.922
O	-34.143	2.676	-4.966
O	12.938	7.248	-3.449
O	17.821	-7.756	-3.745
O	7.436	-4.957	24.81
O	6.493	3.868	-5.843
O	27.492	-1.342	25.472
O	14.955	0.889	-1.478
O	5.617	-3.27	25.633
O	8.047	2.932	-0.097
O	7.046	4.958	-1.334
O	-20.014	0.111	25.385
O	47.784	-5.064	-6.371
O	11.664	4.239	-1.589
O	5.257	-5.174	-3.623
O	3.496	-4.688	-1.86
O	5.233	0.169	-0.731
O	-36.784	6.594	-5.566
O	9.216	1.29	-1.625
O	13.109	-0.053	-3.928
O	-5.932	1.546	23.089
O	7.533	6.186	-6.236
O	8.212	5.384	22.01
O	-37.784	-1.065	25.115
O	10.535	-5.371	-0.162
O	-25.408	-1.727	-1.048
O	2.964	4.541	-2.354
O	10.171	-3.06	-6.914
O	36.788	-1.487	24.593
O	25.201	3.672	24.377
O	21.727	1.213	25.513
O	22.039	-2.982	24.734
O	28.71	-6.684	-1.543
O	21.74	-5.592	25.095
O	21.462	2.802	-3.338
O	20.417	6.475	23.202
O	18.58	6.23	24.944
O	24.23	6.087	24.717
O	27.248	-6.748	-3.548
O	17.645	-6.58	22.635
O	3.825	7.694	-5.929
O	25.14	-0.943	-5.851
O	24.999	-2.897	-0.924
O	20.478	3.363	24.875
O	27.267	0.56	-5.877
O	26.119	8.018	24.837
O	23.513	-7.689	24.659
O	24.177	7.724	-6.325
O	-18.037	1.592	25.871
O	18.737	-0.021	22.11
O	23.166	-0.851	25.793
O	28.525	-0.877	23.043
O	35.839	8.06	24.848
O	26.059	0.814	-1.225
O	26.041	-4.433	23.221
O	30.775	6.394	23.094
O	27.987	-7.211	23.147
O	-26.038	4.608	-1.226
O	28.115	-4.18	-3.642
O	33.55	-1.584	23.105
O	34.737	5.721	24.963
O	14.805	1.905	-3.96
O	19.83	-4.95	22.598
O	30.826	2.314	25.286
O	27.059	2.463	-3.01
O	16.04	2.819	22.039
O	14.531	-5.831	-5.913
O	21.002	5.661	25.774
O	9.125	4.069	-6.082
O	-41.34	5.48	-4.886
O	38.477	-3.502	24.908
O	22.685	-1.569	-4.756
O	36.494	-3.882	23.166
O	19.322	6.403	-3.151
O	25.973	5.984	-1.469
O	29.634	-7.873	-3.868
O	22.843	-6.642	-1.486
O	31.48	-3.857	23.146
O	27.217	2.884	21.891
O	34.571	2.409	-3.231
O	-17.677	-1.509	-5.457
O	-42.917	-0.379	24.809
O	21.648	-8.045	21.891
O	27.105	-2.635	21.839
O	27.296	-2.139	-5.261
O	28.687	-0.573	-1.279
O	31.87	-4.311	-1.294
O	25.454	2.539	-5.659
O	-26.801	5.906	25.423
O	30.033	-2.664	-0.461
O	20.867	6.172	-1.1
O	-21.315	-4.087	24.269
O	32.574	4.233	24.776
O	25.735	1.304	23.139
O	30.002	8.123	-0.016
O	21.586	-3.674	-6.019
O	33.025	4.628	-1.382
O	19.046	8.069	-0.466
O	19.502	1.771	-1.414
O	23.016	-6.026	22.722
O	28.862	4.662	22.792
O	29.796	0.608	-3.436
O	26.255	-4.491	25.983
O	-28.695	-1.773	25.025
O	23.737	3.556	-4.058
O	34.553	-4.121	-5.392
O	23.095	-1.205	23.144
O	24.479	7.972	-0.534
O	-4.685	8.013	25.407
O	17.204	-1.098	-1.384
O	18.964	-2.749	-0.473
O	17.506	6.273	-4.997
O	18.974	3.176	-3.675
O	20.22	-1.426	-5.547
O	20.636	1.464	23.087
O	15.235	-7.64	-3.181
O	30.653	1.109	22.917
O	38.2	3.018	-3.991
O	-23.364	-2.35	24.105
O	36.178	-1.151	-5.956
O	-10.285	5.536	24.606
O	23.095	-3.847	-2.463
O	29.745	-5.511	22.155
O	-31.781	-3.626	-2.048
O	22.949	3.987	25.785
O	29.678	2.841	-0.27
O	18.129	3.984	-1.335
O	31.827	6.561	-6.022
O	17.087	-6.786	-1.419
O	14.38	-4.013	-4.054
O	-40.217	6.789	-2.859
O	36.93	6.629	-1.555
O	32.008	-7.353	-5.168
O	-46.11	2.299	-3.474
O	34.192	7.582	-5.431
O	31.331	1.604	-1.606
O	20.856	-3.142	-3.619
O	24.478	2.686	-0.377
O	23.071	1.362	-5.577
O	-20.391	4.798	-1.117
O	28.295	4.928	-1.06
O	20.73	-4.479	-1.371
O	-38.489	6.413	-0.949
O	23.118	-1.334	-1.624
O	-22.056	7.57	25.892
O	27.21	-0.117	-3.313
O	24.541	5.553	21.808
O	-32.53	-6.234	-5.9
O	31.511	6.685	-1.394
O	26.398	-4.915	-1.773
O	-27.328	-0.399	-6.626
O	21.815	5.448	-3.5
O	-26.228	-5.268	25.654
O	-44.703	-1.319	-3.042
O	39.366	1.316	24.15
O	36.865	1.523	23.179
O	43.158	5.737	-7.08
O	45.694	4.892	-4.781
O	37.317	-2.979	-4.461
O	36.31	2.985	-5.862
O	36.512	6.264	23.055
O	39.172	-4.112	-5.894
O	43.528	2.736	22.069
O	41.621	1.181	22.837
O	34.222	-6.754	23.381
O	38.203	-2.613	21.911
O	33.444	-2.417	-3.735
O	44.031	3.042	25.499
O	41.563	-3.45	-0.661
O	33.661	6.642	-2.975
O	44.588	-2.234	-3.976
O	41.842	4.201	24.743
O	42.881	-6.41	-6.449
O	44.399	-5.708	24.553
O	42.139	-6.943	24.293
O	-41.257	-1.845	-1.221
O	48.679	5.553	-5.304
O	35.268	-0.014	22.011
O	-13.243	2.543	25.724
O	45.054	-0.818	23.061
O	-45.452	-8.108	24.804
O	44.881	1.326	-2.469
O	-33.433	-1.559	-2.522
O	33.689	5.041	-5.045
O	45.85	5.955	25.154
O	45.636	-7.045	22.711
O	-10.666	3.002	25.403
O	32.42	0.286	24.653
O	-44.856	6.255	23.272
O	33.521	0.109	-3.872
O	39.826	-3.86	-2.54
O	35.78	-1.171	-3.353
O	-2.155	-4.379	25.718
O	32.551	2.661	22.013
O	-46.688	5.946	-4.891
O	-48.073	4.094	25.776
O	-33.234	-1.68	25.16
O	26.554	7.064	22.502
O	32.537	8.038	22.156
O	38.517	1.551	-6.078
O	-38.144	2.373	-3.176
O	37.388	-4.298	-1.417
O	42.782	2.586	-3.523
O	44.104	-4.23	-5.605
O	39.178	-6.179	-1.383
O	48.012	-2.813	22.473
O	45.345	4.437	23.009
O	45.901	-4.54	-3.734
O	-48.097	7.806	-5.942
O	47.523	-7.783	-6.857
O	48.143	-3.202	25.024
O	38.086	8.117	22.096
O	43.416	-2.718	22.209
O	28.437	6.779	24.321
O	34.434	4.172	22.936
O	47.477	3.371	-6.029
O	45.494	-6.382	-6.126
O	47.952	-4.762	-1.3
O	44.856	7.159	-5.708
O	-47.946	-7.252	25.09
O	46.002	3.286	-1.072
O	46.305	-2.877	-0.502
O	38.55	4.238	-6.353
O	-8.582	2.386	-5.394
O	38.151	-5.354	-3.714
O	-42.57	7.488	-3.541
O	-28.026	1.584	23.216
O	35.28	-8.049	-0.502
O	-20.79	-1.62	23.387
O	-7.794	-2.501	-3.322
O	33.916	1.917	-5.728
O	-21.052	-6.561	23.138
O	-3.43	-0.887	22.984
O	42.841	5.148	-3.669
O	46.354	-2.903	-5.877
O	20.625	3.573	-5.733
O	39.941	-0.874	22.791
O	40.778	-8.007	-0.457
O	36.673	1.683	-1.675
O	33.844	-1.016	-1.53
O	35.46	-2.76	-0.511
O	37.28	5.885	25.55
O	36.209	4.262	-2.39
O	31.247	4.073	-6.014
O	42.416	6.837	-1.679
O	31.291	-6.201	-2.951
O	-43.789	-2.698	-5.024
O	46.738	1.246	22.994
O	38.36	5.522	-3.413
O	47.323	-0.894	24.327
O	42.062	-2.332	-2.922
O	46.103	-4.525	22.796
O	38.029	3.588	24.457
O	-5.627	-5.425	-0.276
O	44.213	-1.619	-1.434
O	34.795	2.924	-0.64
O	-47.715	4.666	23.234
O	33.244	-6.557	-1.183
O	31.983	-4.069	-5.154
O	-0.718	7.172	-3.915
O	-44.306	6.451	-1.348
O	-46.886	-3.946	-5.379
O	36.815	-5.213	-5.935
O	-44.322	-3.614	25.796
O	47.42	1.263	-1.597
O	40.66	0.66	-4.87
O	40.911	2.663	-0.44
O	38.992	3.924	-1.536
O	46.915	7.268	-4.08
O	41.954	-1.259	-6.033
O	43.961	4.868	-1.213
O	33.563	-4.948	-3.19
O	-14.848	5.482	25.764
O	33.28	-7.983	25.584
O	38.19	-0.002	-0.492
O	40.007	-1.521	-1.436
O	42.542	0.925	-1.43
O	-15.736	-2.733	-4.108
O	4.573	-3.752	23.271
O	40.469	4.529	22.522
O	24.423	1.346	25.272
O	-17.672	-3.098	22.999
O	45.198	-6.293	-1.621
O	40.971	-2.944	25.496
O	34.959	-6.041	25.855
O	3.388	-4.587	25.625
O	-30.991	-0.559	25.77
O	-43.642	2.149	25.32
O	-44.3	1.193	23.107
O	-41.048	2.268	24.975
O	-35.867	4.931	25.63
O	-35.979	4.366	23.066
O	9.881	3.206	-3.281
O	-46.841	-3.213	25.37
O	-38.921	0.618	23.334
O	-38.764	1.356	25.888
O	48.897	8.12	22.154
O	-43.41	-2.707	22.116
O	-46.766	-3.038	-3.029
O	-40.303	-4.982	25.024
O	-46.06	-5.577	-3.434
O	-16.42	8.113	22.274
O	12.311	2.372	-3.38
O	-8.775	7.261	-5.384
O	-36.435	-2.424	-3.173
O	-31.018	-5.539	25.111
O	-37.315	-4.659	-4.461
O	46.705	2.815	-3.592
O	-46.637	1.362	-5.822
O	-46.345	-0.055	22.233
O	-7.604	-4.083	-5.43
O	-36.18	-1.438	23.084
O	-40.013	-2.679	-3.51
O	45.154	2.366	-5.681
O	-33.6	-4.665	25.8
O	-34.34	7.206	23.419
O	-36.836	-7.346	23.028
O	-48.537	-4.93	-3.459
O	-22.414	2.534	-4.901
O	-30.398	-2.537	-6.096
O	21.587	-5.727	-3.495
O	-20.267	-1.13	-5.458
O	-45.289	-3.947	23.313
O	-4.294	4.286	-1.52
O	47.76	4.511	24.188
O	48.83	2.672	22.197
O	-18.7	7.978	-3.355
O	-32.186	6.608	24.737
O	-40.595	-7.615	25.787
O	-47.906	-6.395	-1.31
O	46.889	6.557	22.828
O	-29.873	3.839	-5.586
O	-40.142	-3.163	-6.192
O	5.112	1.704	-5.716
O	16.324	-7.558	25.867
O	-25.52	-4.02	-5.402
O	2.618	-8.109	-0.499
O	-41.723	-6.661	-1.401
O	-33.341	-3.654	23.223
O	-35.27	2.489	24.819
O	-12.754	0.311	-3.599
O	-8.324	4.218	25.707
O	-25.389	-1.985	-3.654
O	-43.581	-8.093	22.187
O	-38.183	-2.754	22.104
O	46.994	-6.069	24.708
O	3.665	6.558	23.161
O	-38.421	4.961	-3.188
O	-35.405	-3.205	-5.512
O	-33.785	-4.89	-1.013
O	8.863	0.035	24.851
O	-25.965	1.992	24.851
O	-40.294	-4.353	22.565
O	-35.206	-2.825	-0.175
O	-42.861	8.032	-6.011
O	-27.165	1.078	-4.42
O	24.854	-2.11	-3.453
O	-31.234	4.507	23.32
O	-37.892	2.707	22.281
O	-37.71	-5.74	-0.326
O	-37.74	7.493	-3.285
O	-32.6	4.87	-0.655
O	-46.084	8.164	-0.471
O	-45.001	5.87	25.917
O	-41.881	-6.335	23.223
O	-14.344	7.151	-5.491
O	45.392	0.765	25.221
O	-39.293	-6.645	23.264
O	-23.263	-0.95	-2.388
O	-33.036	0.893	-3.432
O	19.512	-6.226	-6.059
O	-41.429	-1.156	22.846
O	-40.517	7.888	-0.145
O	-44.994	1.723	-1.164
O	-46.741	-1.153	-1.334
O	-45.047	-3.105	-1.1
O	-14.367	-1.913	26.034
O	-36.984	-1.104	-0.972
O	-12.226	-5.854	-5.671
O	-28.17	6.608	-1.336
O	-25.917	-4.459	-2.869
O	15.963	7.876	21.843
O	-44.647	4.062	-2.337
O	-38.901	-5.979	-6.232
O	31.56	5.259	-3.617
O	-21.492	-2.029	25.854
O	-35.2	-5.398	22.354
O	-8.788	-1.719	-5.626
O	-6.472	-4.665	23.241
O	-38.041	-0.252	-3.162
O	-35.227	2.553	-0.152
O	-46.991	3.474	-1.274
O	-19.916	-1.709	-1.411
O	-40.728	5.426	22.398
O	47.918	-6.988	-2.781
O	-34.616	0.911	22.812
O	-48.77	-0.053	-0.307
O	-19.223	-3.426	-6.31
O	-28.434	-6.459	24.753
O	-42.368	-4.43	-6.36
O	-29.292	7.042	-3.67
O	11.623	3.897	-6.93
O	-0.589	7.17	22.954
O	-40.772	2.758	-0.231
O	-43.036	4.439	-0.287
O	-44.541	-5.296	-5.482
O	-37.03	3.94	-1.299
O	-9.014	-6.333	-5.212
O	-43.65	-5.22	-0.65
O	44.72	6.676	-3.039
O	-43.265	-0.133	-0.424
O	-22.919	6.359	-1.274
O	-38.993	1.027	-1.09
O	-8.772	1.091	-3.167
O	-45.874	-5.638	25.153
O	-5.737	6.74	23.329
O	-31.064	-2.935	24.64
O	-34.015	6.788	-1.558
O	-28.524	6.039	23.342
O	-13.706	0.001	22.463
O	-33.647	4.586	-3.093
O	-40.393	0.943	-3.299
O	-14.508	-4.744	-5.34
O	-1.832	1.21	23.055
O	-24.341	6.517	25.24
O	-3.846	5.587	25.01
O	-26.302	3.567	22.836
O	-22.331	-6.763	-5.403
O	-22.663	6.97	23.329
O	-29.946	2.191	-3.491
O	-0.987	3.113	-4.687
O	-30.342	-5.742	-4.505
O	-21.824	2.706	22.232
O	-22.394	0.293	-6.141
O	-30.376	-6.71	22.942
O	-27.281	-2.76	22.326
O	-28.822	-0.969	-4.579
O	-23.809	1.564	23.342
O	-21.521	-0.054	-0.575
O	-31.62	6.23	-2.655
O	-21.366	0.608	-3.293
O	-12.643	1.767	-1.4
O	-24.518	-7.452	-4.127
O	-17.29	0.974	-1.12
O	1.468	2.812	-3.536
O	-35.418	-0.108	25.145
O	-22.06	5.072	25.095
O	-29.952	0.018	22.289
O	-3.103	7.131	-6.28
O	41.374	-0.351	24.882
O	-12.351	5.847	26.089
O	40.563	3.994	-3.646
O	-36.091	3.885	-3.764
O	29.613	3.143	-3.293
O	-18.439	6.526	22.951
O	22.931	4.224	23.191
O	43.825	-4.118	-2.333
O	39.957	-6.576	22.876
O	-15.551	-1.675	23.454
O	-16.377	4.149	-3.913
O	17.585	-4.118	23.58
O	-40.774	6.198	25.9
O	-6.399	0.226	-3.895
O	-18.944	4.901	-3.352
O	-32.695	2.629	22.19
O	27.581	4.911	-3.53
O	-33.64	0.6	-0.966
O	-10.015	-6.343	-1.047
O	-45.36	0.086	25.322
O	-32.485	-8.064	22.136
O	-26.264	-7.886	25.477
O	-24.607	1.167	-4.932
O	-16.752	-3.357	25.347
O	-2.955	1.922	-5.976
O	-24.265	6.325	-3.584
O	-22.646	-5.953	-2.9
O	-26.271	-6.451	-1.196
O	3.738	6.799	-3.499
O	-21.651	5.396	-3.337
O	-12.651	-5.494	22.962
O	24.729	-2.628	24.644
O	-20.299	-7.069	-6.976
O	42.012	3.793	-5.804
O	-27.232	8.023	22.269
O	-22.011	-2.984	21.785
O	-40.118	3.822	-6.477
O	-33.465	0.163	-5.904
O	-17.957	-7.496	-5.67
O	-14.195	6.535	-2.874
O	0.442	7.976	25.303
O	-4.719	-5.099	25.204
O	11.771	-7.32	25.78
O	-15.334	-0.355	-5.12
O	-18.67	-3.858	-1.252
O	-6.16	3.779	24.351
O	-16.069	8.17	-3.863
O	-17.684	-6.54	-1.803
O	-12.425	4.22	23.937
O	-12.348	-1.867	24.359
O	-20.083	-7.303	-1.238
O	-41.628	-2.711	25.038
O	-16.364	5.56	-0.184
O	-29.918	-8.067	-0.324
O	-31.593	-7.959	-4.121
O	-6.421	3.625	-6.224
O	-19.929	1.848	-5.234
O	3.414	1.949	-1.711
O	-27.706	-3.042	-6.407
O	-46.846	-6.67	22.91
O	40.283	-5.387	25.121
O	-15.11	-6.79	-1.28
O	-44.571	-0.201	-5.479
O	24.184	-3.381	-5.689
O	-24.476	-8.115	-0.319
O	-29.292	1.157	-1.092
O	-31.302	-1.177	-1.154
O	-29.663	-2.774	-0.086
O	-18.133	7.308	-0.924
O	-27.608	-4.236	-0.847
O	29.832	-0.097	25.123
O	-2.006	-1.475	-2.49
O	-9.298	3.519	23.276
O	12.747	-2.486	25.193
O	36.075	0.844	25.778
O	-27.379	5.178	-3.423
O	-14.188	-3.857	24.207
O	-29.149	-3.501	-3.932
O	16.697	-2.839	-3.343
O	-19.048	-5.279	22.246
O	-12.311	4.623	-2.895
O	-17.509	6.277	-5.016
O	10.075	0.547	-6.161
O	-18.97	2.772	-0.258
O	-30.544	3.435	-1.246
O	-6.228	6.474	-1.023
O	39.728	5.653	24.775
O	-9.879	-1.226	23.375
O	-18.398	1.058	23.324
O	-15.922	-5.17	-3.211
O	-12.264	6.278	-1.011
O	-1.245	-4.918	-1.151
O	-11.996	1.653	23.506
O	11.097	-4.643	-2.556
O	-34.44	7.133	26.048
O	-11.395	-1.561	-5.09
O	-24.572	2.858	-0.04
O	-38.062	-7.959	25.232
O	-4.729	-6.689	23.096
O	-3.628	3.477	-3.996
O	-20.161	4.234	23.402
O	9.677	-6.32	24.541
O	-40.05	-0.739	-5.271
O	-26.67	7.624	-3.291
O	-27.221	-0.102	-0.149
O	-28.049	3.744	24.702
O	-23.078	1.563	-1.497
O	-8.677	-5.149	25.692
O	-48.028	3.296	-4.941
O	-27.866	-5.366	-5.325
O	-24.494	5.381	22.268
O	-42.252	5.123	-2.549
O	43.022	0.053	-3.874
O	-21.679	-5.526	-0.126
O	-23.482	-3.712	-3.797
O	-4.401	-1.282	-1.433
O	-25.781	2.994	-3.346
O	27.984	3.043	-5.439
O	-0.928	-1.069	23.829
O	2.117	5.869	-5.338
O	-11.049	-7.965	-5.087
O	7.212	-1.413	-1.501
O	-22.384	-6.237	25.295
O	-48.133	-1.455	23.477
O	-15.914	-1.325	-0.888
O	-12.43	6.766	23.529
O	-14.075	4.597	-5.225
O	-17.193	5.309	24.838
O	38.646	2.766	22.033
O	-17.923	7.945	25.081
O	-9.169	-7.702	25.769
O	-11.34	-6.036	-3.232
O	32.114	-2.28	25.151
O	-7.461	-3.734	-1.071
O	-25.947	-2.252	24.914
O	-6.148	-1.891	-5.307
O	31.12	-4.613	25.658
O	-13.423	-7.447	-3.851
O	-28.263	-5.749	-2.818
O	-2.163	-4.946	-4.11
O	-0.115	-0.428	-3.815
O	17.553	4.877	22.856
O	-35.637	-7.838	-0.358
O	-10.146	-2.391	25.64
O	22.889	4.214	-1.571
O	43.962	-6.269	-3.961
O	-4.026	-0.836	-4.048
O	7.168	-3.693	-2.75
O	-35.705	-2.866	25.219
O	-2.507	5.421	22.215
O	-13.576	-6.031	25.501
O	35.986	6.236	-4.087
O	-15.128	4.81	23.215
O	-42.42	-0.489	-4.191
O	-32.742	-5.704	-3.36
O	-31.441	-6.098	-1.147
O	-36.437	-5.153	-6.891
O	-4.345	2.046	25.154
O	-2.708	0.054	25.314
O	-16.497	2.747	22.354
O	34.391	-1.134	25.621
O	24.157	-6.015	-6.027
O	-14.119	2.654	-3.488
O	-26.074	-6.342	23.354
O	-41.819	-4.141	-2.278
O	-5.567	-8.131	-2.935
O	1.935	-6.566	-6.892
O	-35.47	0.032	-2.816
O	24.151	-5.121	24.796
O	-6.748	2.777	-3.6
O	43	1.066	-6.289
O	-17.061	-4.54	-5.503
O	-0.944	-3.536	22.909
O	-10.194	-3.893	-5.48
O	21.49	0.197	-0.546
O	-2.754	5.689	-3.231
O	-42.927	7.265	24.795
O	-17.914	-5.745	25.659
O	-10.732	-8.093	22.292
O	-5.211	-2.641	22.253
O	-19.634	5.958	25.262
O	-42.534	3.824	23.481
O	7.287	2.81	-2.786
O	-28.021	3.145	-1.972
O	1.195	3.676	-6.103
O	-1.193	5.882	25.186
O	-12.824	-3.652	-7.016
O	-23.266	-5.09	22.921
O	-2.859	-2.964	-0.274
O	41.715	-4.622	22.996
O	-5.033	0.331	-6.175
O	-3.473	-6.503	-6.474
O	-25.253	-0.993	22.816
O	-7.961	0.099	22.29
O	-3.901	-7.128	-1.15
O	41.859	6.486	23.241
O	-0.128	5.381	-0.448
O	-13.546	8.16	0.047
O	-39.105	7.862	-5.54
O	-9.101	-6.427	23.404
O	-4.045	3.402	22.932
O	-25.481	0.436	-2.576
O	-25.79	7.069	-5.668
O	-17.708	-0.982	24.76
O	-48.756	5.316	-0.496
O	-21.07	-3.864	-2.527
O	19.7	7.625	-5.364
O	-29.146	-4.451	23.294
O	-8.199	-8.126	-0.328
O	43.499	8.065	21.975
O	-16.349	-4.69	-0.614
O	-13.736	-2.766	-0.308
O	-29.232	1.302	-5.89
O	-9.684	-4.129	-2.431
O	0.286	-4.722	-3.28
O	-0.355	-6.647	-5.017
O	-14.27	4.481	-1.176
O	38.131	-0.412	-4.311
O	44.208	7.989	25.181
O	-10.864	-3.606	23.221
O	-4.256	-4.239	-5.539
O	-38.804	7.126	23.063
O	-29.346	5.713	25.829
O	-2.635	-5.37	22.217
O	29.197	-1.867	-3.487
O	-11.961	-4.536	-1.168
O	-37.944	-2.28	-5.24
O	-2.742	2.586	-0.469
O	-7.999	4.851	-4.691
O	4.578	-6.246	-6.446
O	-46.861	-1.274	-5.96
O	-45.518	3.798	-5.65
O	2.464	-0.592	-4.111
O	16.243	5.5	-0.438
O	4.491	6.293	-1.132
O	-22.203	7.893	-3.349
O	15.922	-2.609	24.975
O	35.936	-3.653	25.606
O	-15.064	-6.316	23.385
O	27.037	2.105	25.36
O	-8.319	2.785	-0.352
O	-10.393	3.103	-3.616
O	15.548	-5.228	24.866
O	-33.047	0.961	24.894
O	43.328	-5.441	-0.132
O	12.82	2.031	24.643
O	-15.743	3.098	25.051
O	-36.843	-7.144	-5.134
O	-10.958	-0.006	-0.426
O	-9.242	-1.801	-1.256
O	-6.703	1.129	-1.462
O	24.823	1.146	-3.559
O	-43.454	-5.899	-3.205
O	29.581	-2.704	24.584
O	-7.887	5.487	22.363
O	14.633	3.385	25.941
O	-1.767	7.166	-1.384
O	-10.116	5.785	-3.571
O	-40.326	-0.546	25.158
O	12.505	-4.104	-5.982
O	21.34	8.011	-2.892
O	-7.746	6.811	-3.051
O	-34.57	5.218	-5.465
O	-14.935	0.59	25.633
O	39.362	-0.926	-6.499
O	21.479	-2.895	21.971
O	-32.097	-1.419	22.83
O	-14.866	0.657	-2.071
O	-6.318	5.939	25.78
O	30.021	-5.762	-5.315
O	0.035	-5.725	25.17
O	16.553	-5.426	-3.543
O	30.066	4.851	25.125
O	11.638	6.602	24.87
O	-48.655	6.53	24.987
O	-23.348	-3.975	-1.229
O	13.975	7.728	25.294
O	17.076	1.891	-2.522
O	-44.175	6.032	-4.932
O	16.816	-0.119	25.144
O	1.13	-1.017	-6.346
O	-19.083	-2.773	-3.694
O	-23.55	2.126	25.979
O	7.615	-3.636	-6.117
O	-39.422	-3.825	-1.221
O	-16.975	-0.587	-3.136
O	-5.376	5.58	-3.407
O	34.915	3.121	25.309
O	25.816	-4.866	-4.445
O	3.228	-2.159	24.836
O	-18.279	3.84	-5.71
O	3.955	-2.81	-3.458
O	3.537	0.009	-6.915
O	12.203	6.926	-5.905
O	19.741	-4.046	25.832
O	-31.555	4.363	25.952
O	-24.407	-0.156	25.155
O	-31.128	-1.754	-3.743
O	-15.491	2.465	-5.694
O	-10.105	4.405	-1.336
O	-31.182	6.073	-5.248
O	-4.51	-5.796	-3.39
O	-41.247	1.515	-5.703
O	-20.666	3.016	-2.979
O	29.565	-3.231	-5.671
O	12.421	3.79	22.76
O	-42.635	4.303	-7.006
O	31.974	2.187	-3.998
O	27.98	7.237	-2.368
O	-13.022	0.106	-6.213
O	9.523	-2.436	-2.429
O	-6.848	-6.74	24.725
O	-48.513	7.21	-3.381
O	-33.114	-7.189	24.964
O	-20.054	3.399	25.904
O	47.525	7.082	-1.488
O	-44.853	-7.724	-4.422
O	-10.725	0.947	-5.09
O	-33.646	4.465	24.319
O	5.019	-0.756	-4.872
O	8.791	-1.473	-5.203
O	15.274	6.077	-3.569
O	23.566	-7.471	-3.933
O	48.903	-2.66	-5.903
O	-31.694	1.99	-5.42

Results
total energy: -609929.751 eV
total energy less fixed offsets of O -438.25, Si -107.07 eV per atom: -10.551 eV

Forces (eV/angstrom) on atoms 1438 to 2120 of the 3024, counted in the order above; the others are left out for length: element, x, y, z
Si	-0.002	0.003	0.002
Si	-0.002	-0.011	0
Si	0.005	-0.01	-0.008
Si	0	-0.007	-0.001
Si	0	0.008	-0.001
Si	0.004	-0.005	0.001
Si	0.002	-0.016	-0.006
Si	-0.002	0.018	0.004
Si	0.008	-0.006	0.004
Si	0.008	0.002	-0.002
Si	-0.004	0.008	-0.004
Si	-0.001	0.001	-0.001
Si	0.004	0.003	0.003
Si	0.005	0.009	0.007
Si	-0.009	-0.009	0.006
Si	0.005	-0.002	-0.004
Si	0	-0.006	0.006
Si	-0.001	0	-0.007
Si	-0.006	0	-0.002
Si	-0.009	0	0.001
Si	0.007	-0.014	0.002
Si	-0.001	0.007	0
Si	0.002	0.003	-0.001
Si	-0.006	-0.005	-0.001
Si	0.001	-0.002	0
Si	0.005	0.003	-0.011
Si	0.014	0.001	0.005
Si	-0.005	0.003	-0.004
Si	0.001	-0.006	-0.006
Si	-0.003	0.002	-0.003
Si	-0.001	0	-0.012
Si	-0.01	0.009	-0.001
Si	0	-0.002	-0.004
Si	-0.009	0.011	-0.009
Si	0	0.014	-0.009
Si	-0.006	-0.002	0.001
Si	0.002	-0.003	-0.004
Si	0.007	-0.005	-0.01
Si	0	-0.003	-0.006
Si	0.002	-0.002	-0.006
Si	-0.001	-0.001	-0.006
Si	0.003	-0.005	-0.011
Si	-0.007	0.001	-0.015
Si	0.001	-0.002	-0.008
Si	0	0.005	-0.006
Si	0.002	0.001	-0.008
Si	0.005	-0.017	-0.008
Si	-0.011	-0.001	-0.007
Si	-0.004	0.006	-0.008
Si	0.004	-0.001	-0.005
Si	0.002	-0.014	-0.008
Si	0.006	-0.015	-0.005
Si	-0.01	-0.005	-0.003
Si	0.003	-0.001	-0.005
Si	0.01	-0.004	-0.002
Si	0.002	0.001	-0.007
Si	-0.001	-0.002	-0.002
Si	0	0	-0.008
Si	0.002	0.003	-0.001
Si	0.001	0	0.004
Si	-0.004	0.004	-0.004
Si	-0.012	-0.002	0.007
Si	0.008	0.012	-0.007
Si	0.006	0.002	-0.002
Si	-0.01	0.022	0
Si	0.001	0.011	-0.004
Si	-0.003	-0.004	-0.004
Si	-0.002	0.008	-0.001
Si	-0.003	0.007	0.002
Si	-0.005	0.003	-0.005
Si	-0.002	0.004	-0.007
Si	-0.002	0.007	-0.004
Si	0.001	0	-0.009
Si	0.003	-0.004	-0.006
Si	0.001	-0.001	-0.003
Si	-0.005	-0.001	0.001
Si	-0.001	-0.004	-0.003
Si	-0.004	0.007	0.006
Si	-0.004	-0.004	-0.005
Si	-0.005	-0.01	0.005
Si	0.004	0.002	0.003
Si	0.001	0.005	0.003
Si	-0.009	-0.01	0.001
Si	0.014	0	-0.003
Si	0	0.019	0.002
Si	0.017	-0.002	-0.002
Si	0.007	-0.007	-0.005
Si	0.005	0.005	-0.013
Si	0.008	0.018	-0.004
Si	0.002	-0.005	-0.011
Si	0.003	-0.003	-0.01
Si	-0.014	-0.013	-0.001
Si	-0.011	-0.008	-0.011
Si	-0.012	0.001	-0.001
Si	-0.004	-0.011	-0.004
Si	-0.01	-0.003	0.004
Si	-0.004	-0.008	-0.002
Si	0.015	0.022	-0.006
Si	0.006	0.004	-0.002
Si	-0.007	0.006	-0.004
Si	-0.008	-0.009	-0.003
Si	0.006	0.012	0.001
Si	0.001	-0.006	0
Si	0.001	-0.003	-0.007
Si	-0.006	0.007	-0.007
Si	0.003	0.005	-0.006
Si	0.005	0.005	-0.002
Si	0.011	0.004	-0.003
Si	0.001	-0.002	0.002
Si	0.01	0.005	0
Si	-0.017	-0.011	-0.001
Si	-0.006	0.003	-0.005
Si	0.008	0.013	-0.006
Si	0.002	-0.001	-0.009
Si	-0.002	0.002	-0.005
Si	-0.008	-0.01	-0.001
Si	-0.002	0.008	0
Si	0.003	-0.004	-0.004
Si	-0.01	-0.014	-0.001
Si	0.016	0.009	-0.004
Si	0.001	0.004	-0.002
Si	-0.01	-0.01	-0.001
Si	0.003	0.008	-0.009
Si	0.004	0.006	-0.002
Si	-0.008	-0.007	-0.005
Si	-0.017	-0.011	-0.007
Si	0.006	0.007	-0.008
Si	0.008	0.006	0
Si	-0.005	0.007	-0.004
Si	-0.007	-0.003	-0.006
Si	0.01	-0.002	-0.007
Si	0.004	0.002	0.001
Si	-0.008	-0.011	0.002
Si	0.015	0.02	0.001
Si	0.006	-0.007	-0.008
Si	0.004	-0.01	0
Si	-0.005	-0.002	-0.005
Si	0.009	0.005	0.002
Si	0.008	0.007	-0.006
Si	-0.017	-0.015	0.002
Si	0.006	0.003	-0.003
Si	0.013	0.004	0.002
Si	-0.004	-0.003	0.002
Si	-0.001	-0.002	0
Si	-0.005	-0.002	0.002
Si	-0.01	0.003	-0.001
Si	0.001	-0.008	-0.009
Si	0.004	0.001	-0.007
Si	0.01	0.003	-0.003
Si	-0.003	0.004	0.003
Si	-0.013	0	0.003
Si	-0.002	0.004	-0.004
Si	0.008	0.002	0
Si	-0.008	-0.002	-0.008
Si	-0.009	0.002	-0.009
Si	-0.003	-0.004	-0.004
Si	0.008	0.009	-0.002
Si	0.005	-0.001	-0.002
Si	-0.001	-0.001	-0.004
Si	-0.001	0	-0.01
Si	0.002	0.006	0.002
Si	-0.008	-0.002	-0.006
Si	0.005	0.003	-0.011
Si	0.005	0.009	0.001
Si	-0.001	0	-0.003
Si	-0.004	0.001	0
Si	0.007	0.012	-0.005
Si	-0.017	-0.007	0
Si	-0.006	-0.006	-0.003
Si	0.013	0.016	-0.001
Si	-0.011	-0.005	0.003
Si	-0.001	0.003	-0.001
Si	-0.004	-0.021	0.004
Si	0.009	0.006	-0.002
Si	0.008	-0.002	-0.004
Si	-0.004	-0.02	-0.007
Si	0.006	-0.005	-0.006
Si	0.008	0.002	-0.007
Si	-0.003	-0.004	0.001
Si	-0.002	-0.003	-0.007
Si	0.004	0.002	0.002
Si	-0.002	-0.004	-0.005
Si	-0.002	-0.003	-0.006
Si	-0.005	0.001	-0.001
Si	-0.002	0.001	-0.004
Si	0	0	0.001
Si	-0.006	0.001	-0.004
Si	-0.003	0.009	0.001
Si	0.003	-0.008	-0.002
Si	0.003	0.004	-0.001
Si	0.023	0.002	0.005
Si	0.007	-0.001	-0.008
Si	0.007	0.008	0.005
Si	0.004	0.004	-0.005
Si	-0.007	0.002	0.002
Si	0	0.008	0.002
Si	-0.01	0.001	-0.004
Si	-0.012	0.003	0.001
Si	0.001	-0.004	-0.001
Si	0.007	-0.019	0.005
Si	0.016	0.013	-0.007
Si	-0.005	0.002	0.001
Si	0	0.003	0.002
Si	0.001	-0.013	0.007
Si	0.003	-0.004	0.006
Si	0.002	-0.011	-0.002
Si	-0.006	-0.009	0.004
Si	-0.001	-0.002	0.003
Si	0	0.01	-0.005
Si	-0.003	0.001	-0.002
Si	-0.001	-0.003	0.002
Si	0	0.001	0.002
Si	0.002	-0.004	0.006
Si	0.01	-0.008	0.001
Si	-0.001	-0.005	0.002
Si	0.009	0.001	-0.008
Si	-0.004	-0.005	0.005
Si	-0.005	-0.004	-0.002
Si	0.006	0.002	0.007
Si	0.003	0.003	0.001
Si	0.003	-0.005	-0.001
Si	-0.006	-0.001	0.002
Si	0.003	-0.002	-0.001
Si	-0.005	0.014	0.005
Si	-0.002	0.001	-0.001
Si	0.008	-0.001	0.001
Si	0.005	0.005	0.004
Si	0.002	-0.006	0.001
Si	-0.002	-0.006	0.003
Si	0.007	0.005	0.004
Si	0.001	0.002	-0.001
Si	-0.002	-0.005	0.002
Si	-0.001	0.007	0.002
Si	-0.002	0.002	0.005
Si	0.003	-0.004	-0.003
Si	-0.004	0	0.003
Si	-0.007	-0.008	-0.003
Si	0.005	-0.002	0.005
Si	0	0.001	0
Si	-0.003	0.003	-0.002
Si	-0.005	0.01	0.005
Si	-0.002	-0.011	0.004
Si	0.001	-0.01	0.003
Si	-0.006	0.01	0.001
Si	0	-0.004	0
Si	-0.008	0	-0.001
Si	0.007	0.007	0
Si	0.015	0.006	0.008
Si	-0.005	0.002	-0.004
Si	-0.005	-0.002	-0.001
Si	-0.006	-0.003	0.002
Si	0.011	0	-0.005
Si	-0.002	0.003	-0.001
Si	-0.008	-0.005	0
Si	-0.007	0.005	-0.005
Si	-0.012	0.006	-0.004
Si	0	0	0.001
Si	0.004	-0.004	-0.001
Si	0.009	-0.009	0.001
Si	0.005	-0.002	-0.007
Si	-0.003	-0.005	-0.005
Si	0.01	0.001	0.002
Si	0.001	-0.015	-0.004
Si	-0.012	0.002	-0.004
Si	-0.01	0.012	-0.006
Si	0.002	-0.003	-0.006
Si	0.004	0.01	-0.001
Si	0.004	-0.011	-0.003
Si	0.003	-0.003	-0.007
Si	-0.003	0.009	-0.003
Si	0	0.003	-0.009
Si	-0.007	-0.003	-0.004
Si	0.005	-0.01	0.006
Si	-0.002	-0.008	0.002
Si	0.002	0.004	-0.003
Si	0.008	0	0.002
Si	-0.007	0.001	0.004
Si	-0.009	-0.002	0
Si	-0.007	-0.011	0.004
Si	0.003	-0.002	0
Si	-0.001	0.013	0.004
Si	-0.003	-0.01	-0.001
Si	0.001	0.001	0.002
Si	0.004	0.011	0.001
Si	0.001	0.008	0
Si	-0.002	0.006	0.001
Si	-0.007	0.005	0.002
Si	0.001	0.006	-0.002
Si	-0.001	-0.004	-0.004
Si	0.001	0.001	0
Si	0.008	-0.001	-0.002
Si	-0.003	0.001	0
Si	0.002	-0.001	0.001
Si	0.003	-0.008	0.001
Si	-0.003	0.002	-0.002
Si	-0.004	0	0.006
Si	-0.003	-0.003	0.001
Si	0.012	0.005	0.003
Si	-0.011	-0.003	0.007
Si	0.006	-0.003	-0.001
Si	0.003	-0.007	0.004
Si	0.001	0.004	0
Si	0.01	-0.003	0
Si	-0.006	-0.01	-0.005
Si	0.002	-0.004	-0.003
Si	0.013	0.004	-0.005
Si	0.001	0.001	-0.004
Si	-0.001	0.015	0.003
Si	-0.015	-0.001	-0.009
Si	0.004	0.002	0
Si	0.005	0.001	-0.003
Si	-0.007	0	-0.001
Si	-0.002	-0.001	0.003
Si	-0.008	0.004	0
Si	-0.002	0.006	0.002
Si	-0.006	0.005	-0.003
Si	-0.006	0.013	-0.005
Si	0	-0.01	-0.004
Si	-0.004	-0.006	0.003
Si	0.003	-0.008	0.006
Si	0.009	-0.001	-0.003
Si	-0.004	0.004	0.001
Si	-0.004	0.004	0.003
Si	0.001	0.006	0.001
Si	0.009	0.003	0.002
Si	0.002	0.004	0
Si	-0.011	-0.013	0.003
Si	-0.01	-0.006	0.001
Si	0.001	0.001	0
Si	0.004	0.001	0.001
Si	0.004	-0.001	-0.006
Si	0	-0.005	-0.004
Si	-0.003	-0.003	-0.004
Si	0.001	-0.002	-0.001
Si	-0.006	-0.003	0.001
Si	0.007	0.003	-0.002
Si	0.001	0.005	0.001
Si	0.001	-0.002	-0.003
Si	-0.001	0.006	0
Si	0.01	0.003	-0.005
Si	-0.01	-0.001	0.003
Si	-0.005	-0.009	0
Si	-0.003	-0.003	-0.002
Si	-0.004	0.008	0.001
Si	-0.002	0.018	-0.007
Si	0.004	-0.003	-0.003
Si	0.003	0.001	0.002
Si	-0.001	-0.008	0
Si	0.006	0.004	-0.002
Si	0.004	0	0.002
Si	0.006	0.002	0.002
Si	0.003	0.001	0.001
Si	0.007	0.001	0.006
Si	0.012	0.004	-0.005
Si	-0.011	0.001	-0.003
Si	-0.012	-0.01	0.001
Si	0.01	0	0.005
Si	-0.008	-0.003	0
Si	-0.006	0.006	0.001
Si	0.004	-0.008	0.006
Si	0.002	-0.008	0
Si	0.002	0.001	0.001
Si	-0.005	0.009	-0.004
Si	0.012	-0.01	-0.004
Si	0.003	-0.012	-0.002
Si	-0.004	0.006	0.002
Si	0	0.011	0.008
Si	-0.008	0.004	0.001
Si	0.002	0.007	-0.004
Si	-0.009	0	0.004
Si	0.008	0	-0.002
Si	0.002	0.005	-0.004
Si	-0.009	-0.007	0.002
Si	0.004	0.003	0.001
Si	-0.002	-0.003	0.005
Si	0.002	0.002	0.003
Si	-0.007	0.008	-0.001
Si	-0.006	0	-0.005
Si	0.003	-0.004	0.001
Si	0.005	0.007	-0.001
Si	0.002	0.008	0.001
Si	0.002	0.006	0.004
Si	-0.001	0.003	0.001
Si	-0.008	-0.001	0.001
Si	0.006	0.006	-0.001
Si	0	0.003	0
Si	-0.006	-0.006	-0.003
Si	-0.001	-0.008	0.003
Si	0.001	0.004	0.003
Si	0.003	0.002	0.005
Si	0.011	-0.008	0.001
Si	0	-0.002	0
Si	0.004	-0.008	-0.003
Si	-0.004	-0.008	-0.001
Si	-0.001	-0.005	0.002
Si	0.001	0.006	-0.002
Si	-0.003	0.001	0.003
Si	0.004	0.001	-0.001
Si	-0.004	-0.016	-0.001
Si	0.004	0.002	0
Si	-0.001	0.005	-0.003
Si	-0.005	0.01	0
Si	0.005	-0.006	0
Si	0.001	0.003	-0.005
Si	0.003	-0.003	-0.004
Si	0	-0.009	0.003
Si	0.001	-0.004	0.001
Si	0.008	0.005	0
Si	-0.003	0.002	0.006
Si	0	-0.004	0.001
Si	0.006	0.003	0.001
Si	0.003	0.005	-0.005
Si	-0.008	0.009	-0.002
Si	-0.011	-0.001	0.001
Si	0.003	-0.004	0.007
Si	0.023	-0.011	-0.001
Si	-0.006	-0.003	-0.006
Si	-0.01	0.007	0.001
Si	-0.001	0.014	-0.002
Si	0	-0.011	0.006
Si	-0.008	-0.007	0.003
Si	0.005	-0.002	0.008
Si	0.01	-0.003	0.004
Si	0.007	-0.007	0.001
Si	-0.003	-0.008	-0.001
Si	0	-0.001	-0.005
Si	0.011	-0.003	0
Si	0.002	0.007	0.002
Si	-0.007	-0.005	0
Si	-0.006	-0.006	0.004
Si	-0.003	-0.002	0.004
Si	0.001	-0.002	0.002
Si	0.001	0.002	0.003
Si	0.006	0.01	0.001
Si	0.001	-0.001	0.004
Si	0	0.004	-0.001
Si	0.005	0.005	-0.002
Si	0.008	0.008	0
Si	0.003	0	0.001
Si	-0.003	0.005	0.002
Si	-0.001	-0.003	-0.005
Si	0.005	-0.001	0
Si	0.006	0.004	0.005
Si	0	-0.008	0.003
Si	-0.004	-0.01	0.002
Si	-0.004	-0.001	0
Si	0.002	0.004	-0.001
Si	-0.009	-0.006	-0.002
Si	0.005	0.009	0.001
Si	-0.004	0.003	0.001
Si	-0.005	0	0.001
Si	0.004	-0.005	-0.003
Si	-0.001	-0.004	-0.002
Si	-0.009	-0.004	0.001
Si	0.004	-0.006	0
Si	0.006	0	0
Si	0.006	-0.003	0.001
Si	0	0.006	0.009
Si	-0.001	-0.005	0
Si	-0.002	-0.003	0
Si	-0.004	0.002	0.003
Si	0.006	0.001	-0.004
Si	0.006	0	-0.004
Si	-0.008	0	0.003
Si	-0.005	0.005	0.001
Si	0.006	-0.003	-0.001
Si	0	-0.012	0.002
Si	-0.011	0.004	-0.003
Si	0.005	0.009	-0.004
Si	-0.006	-0.003	-0.006
Si	-0.003	0	-0.003
Si	-0.013	0.003	-0.001
Si	0.001	0.001	-0.002
Si	0.007	0.002	0.006
Si	-0.006	0.001	0.001
Si	0.004	0.002	0
Si	0.007	-0.005	-0.002
Si	0.008	0	0
Si	-0.002	-0.008	-0.005
Si	-0.019	-0.015	-0.001
Si	-0.002	0.009	0
Si	0.004	0	-0.002
Si	0.003	0.005	-0.004
Si	0.007	-0.001	0.001
Si	0.004	0.004	-0.003
Si	0.001	0.003	-0.004
Si	-0.006	0.004	0.001
Si	-0.002	-0.007	-0.004
Si	-0.002	-0.005	0.002
Si	-0.009	-0.008	0.001
Si	-0.003	0.006	-0.002
Si	-0.006	-0.003	0
Si	0.005	0	0.002
Si	0.002	0.005	0.001
Si	-0.004	-0.01	-0.002
Si	0.004	0.003	0.001
Si	0.003	0.003	-0.002
Si	-0.004	-0.002	0
Si	-0.003	0	0.002
Si	0.003	0.004	0.002
Si	0	0	-0.001
Si	0.003	0.004	0.003
Si	-0.003	0.011	0
Si	-0.007	-0.002	-0.004
Si	0	0.001	0.001
Si	0.002	0.014	-0.002
Si	-0.005	-0.006	-0.005
Si	0.001	-0.01	0.003
Si	0.007	-0.018	-0.002
Si	-0.003	-0.003	0.008
Si	0.004	0.001	0.005
Si	0	-0.008	0.003
Si	-0.01	0.003	0.006
Si	0.012	0.007	0.001
Si	-0.004	0.009	0.001
Si	-0.012	0.004	0.002
Si	0.004	0.01	0.002
Si	0.006	-0.001	0.007
Si	0.008	-0.008	-0.001
Si	0.003	0.001	0.009
Si	0.009	-0.011	-0.004
Si	0.019	-0.01	0.01
Si	-0.027	0.011	-0.007
Si	-0.008	0.007	0.002
Si	-0.002	0.001	0.003
Si	0.017	-0.008	-0.004
Si	-0.002	-0.01	0
Si	-0.015	0.008	0.001
Si	0.005	-0.003	0.009
Si	-0.009	-0.005	0.007
Si	-0.004	0.002	-0.001
Si	-0.007	0.015	0.007
Si	-0.003	0.009	0.004
Si	0.01	-0.01	0.002
Si	-0.004	-0.006	0.006
Si	0	0.003	0.003
Si	0.005	0.002	0.003
Si	-0.005	0.009	0.009
Si	0.006	0.002	0.007
Si	-0.001	0.003	0.003
Si	-0.005	0.002	0
Si	0	-0.011	-0.006
Si	-0.004	0.001	0.007
Si	0	-0.003	0.006
Si	0	-0.003	0.002
Si	-0.002	-0.008	-0.001
Si	0.006	-0.006	-0.001
Si	0	-0.009	0.006
Si	0	-0.005	0.003
Si	0.003	-0.004	0.002
Si	-0.005	0.005	0.001
Si	-0.007	-0.006	-0.005
Si	-0.001	0.008	0.003
Si	-0.002	0.011	-0.004
Si	0.003	0.003	0.009
Si	0.008	-0.007	-0.001
Si	0.002	-0.012	0.002
Si	0	0.003	0.004
Si	-0.008	0.008	-0.007
Si	-0.002	0.002	0.003
Si	-0.008	0.003	-0.004
Si	0.008	-0.011	0.004
Si	0.001	0.006	0.007
Si	-0.007	0.015	0.003
Si	0.015	-0.008	-0.001
Si	-0.008	0.003	0.002
Si	0.005	0.005	0.002
Si	-0.002	0.01	0.005
Si	-0.011	0.012	-0.002
Si	0.003	-0.009	-0.005
Si	0.007	-0.007	0.008
Si	-0.003	0.009	0.007
Si	0.005	-0.005	0.003
Si	-0.006	0.002	0.008
Si	0.002	-0.002	0.005
Si	0.01	-0.011	0.007
Si	-0.005	0.008	0
Si	0.002	0.001	0
Si	-0.005	0	0.001
Si	0.008	-0.011	-0.003
Si	-0.005	-0.002	0.008
Si	-0.018	0.005	0.004
Si	0.007	-0.007	0.003
Si	-0.003	0.003	0.005
Si	0.003	-0.01	-0.001
Si	-0.002	-0.004	0.004
Si	0.013	0.014	-0.005
Si	0.009	0.011	0.003
Si	-0.007	0.006	0.004
Si	-0.014	0.014	-0.002
Si	0.009	-0.006	0.007
Si	-0.014	0.013	0.003
Si	-0.002	-0.012	0
Si	0.001	-0.003	0.005
Si	-0.003	0.01	0.009
Si	0.002	-0.005	0.003
Si	0.001	0.001	0.005
Si	-0.001	0.008	0.004
Si	0.006	-0.006	0.007
Si	0.002	0.002	0.008
Si	0.001	0.007	0.001
Si	0.001	-0.006	-0.004
Si	-0.007	0.003	-0.003
Si	0.006	-0.004	0.004
Si	0.001	0.011	0.003
Si	-0.003	0.001	0
Si	0.009	-0.007	0.003
Si	-0.002	0.011	0
Si	0.004	-0.007	0.004
Si	-0.015	0.008	0
Si	0.001	-0.003	-0.003
Si	0.009	-0.003	0.003
Si	-0.012	0	0.003
Si	-0.001	-0.013	-0.003
Si	0.002	-0.009	0.006
Si	-0.003	0.008	0.008
Si	0.005	0.023	0.008
Si	-0.008	-0.004	0
Si	-0.009	-0.002	0.003
Si	-0.002	0.003	-0.003
Si	0.001	-0.002	-0.002
Si	0.003	-0.006	0.003
Si	-0.006	-0.004	0.006
Si	0.009	0.015	0.007
Si	0.01	0.009	0.006
Si	-0.003	0.007	0.007
Si	0.005	0.004	0.006
Si	-0.014	-0.01	0.002
Si	0.013	0.005	0.012
Si	-0.001	0.004	0.012
Si	0.006	0.006	0.008
Si	0.006	-0.016	-0.001
Si	0.003	-0.004	0.006
Si	-0.003	0.008	0
Si	-0.01	0.005	0.007
Si	0.004	-0.008	0.015
Si	-0.007	-0.014	0.008
Si	-0.007	-0.007	0.012
Si	0.004	0.004	0.01
Si	0.001	-0.006	0.007
Si	-0.004	-0.006	0.005
Si	-0.005	-0.002	0.001
Si	-0.002	-0.005	0.006
Si	-0.002	-0.001	0.005
Si	0	-0.006	0.002
Si	-0.01	-0.007	0.001
Si	0	-0.001	0.008
Si	0.006	-0.001	-0.003
Si	0.007	-0.001	0.003
Si	0.005	0.014	0
Si	-0.004	0.007	0.007
Si	-0.001	0	0.008
Si	0.008	0.018	0.001
Si	0.001	0.003	-0.001
Si	-0.001	0.001	0.01
Si	0.001	-0.004	0.004
Si	-0.001	0.006	0.004
Si	0.009	0.003	0
Si	-0.005	0.006	0.001
Si	0.009	0.006	0.008
Si	0.003	0.012	0.002
Si	-0.002	0.008	0.003
Si	-0.008	-0.012	0.001
Si	0.007	0	0.008
Si	-0.014	-0.003	-0.007
Si	0.003	-0.01	0.004
Si	0.002	-0.001	0.001
Si	-0.005	0.003	0.006
Si	0.015	0.004	0.001
Si	0	0	-0.001
Si	0.002	-0.01	-0.002
Si	0	-0.015	0.008
Si	-0.003	-0.007	0.006
Si	-0.009	0.002	0.006
Si	-0.005	-0.007	0.004
Si	0.005	0.002	0.009
Si	0.012	0	-0.006
Si	0.009	0.001	0.007
Si	-0.004	-0.005	0.007
Si	-0.013	-0.01	0
Si	0.004	0.004	0.002
Si	-0.009	0.003	-0.001
Si	0.003	0.003	0.011
